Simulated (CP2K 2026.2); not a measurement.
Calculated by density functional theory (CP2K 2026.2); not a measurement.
Periodic cell of 2016 atoms, Si1440O576, from a study of silicon, its oxide and their interface. The atomic structure is a simulated model.
Doubt: the forces sum to 4.22 eV/angstrom along one axis rather than to zero, so they err by at least 0.0021 eV/angstrom per atom on average; the grid cutoff is modest.

Settings: functional PBE; method Gaussian and plane waves; basis set DZVP-MOLOPT-SR-GTH; pseudopotentials GTH-PBE; grid cutoff 300 Ry, relative cutoff 40 Ry; k points Gamma only; occupations fixed; spin none; net charge 0.

Cell vectors (angstrom)
a	65.28	0	0
b	0	16.32	0
c	8.1554	-7.8609	33.374

Atoms and the computed forces on them: element, x, y, z (angstrom), force x, y, z (eV/angstrom)
Si	1.544	-1.77	0.195	-0.076	0.127	0.785
Si	4.163	1.05	0.02	-0.119	0.25	0.782
Si	1.17	4.19	0.036	0.169	-0.158	0.768
Si	4.335	6.449	-0.207	-0.208	0.246	0.715
Si	0.983	-6.523	0.216	0.032	-0.119	0.746
Si	3.726	-3.994	0.146	0.288	-0.038	0.743
Si	6.492	-1.079	-0.002	0.118	-0.234	0.736
Si	9.798	1.141	-0.039	-0.259	0.068	0.729
Si	6.494	4.323	0.409	-0.168	0.058	0.582
Si	9.089	7.118	0.164	0.124	-0.116	0.737
Si	6.931	9.359	0.178	-0.199	0.096	0.773
Si	-6.796	-4.434	0.085	-0.112	0.192	0.664
Si	-4.512	-1.325	0.131	0.253	-0.04	0.667
Si	-1.602	1.584	0.146	0.045	-0.212	0.743
Si	-3.895	3.691	0.197	-0.064	0.163	0.787
Si	-1.073	6.443	-0.205	-0.329	0.297	0.688
Si	-4.489	-6.584	0.042	0.129	-0.187	0.717
Si	-1.267	-4.356	0.063	-0.158	0.167	0.734
Si	2.646	-0.084	1.397	0.008	0.005	-0.061
Si	5.236	2.668	1.418	-0.019	-0.046	-0.021
Si	2.715	5.441	1.259	0.009	-0.001	-0.062
Si	5.298	8.108	1.266	0.001	-0.015	-0.045
Si	2.565	-5.441	1.539	0.003	-0.009	-0.069
Si	5.393	-2.759	1.292	-0.006	0.018	-0.049
Si	8.095	0.079	1.25	0.015	0.015	-0.018
Si	-5.529	2.536	1.386	-0.012	-0.007	-0.052
Si	8.048	5.562	1.563	0.003	0.018	-0.002
Si	-5.528	8.041	1.319	-0.006	0.015	-0.068
Si	8.045	-5.516	1.624	-0.017	-0.014	-0.037
Si	-5.672	-2.828	1.454	-0.024	-0.033	-0.035
Si	-2.818	-0.106	1.309	0.014	-0.011	-0.066
Si	-0.018	2.701	1.429	0.008	0.012	-0.072
Si	-2.707	5.409	1.253	0.032	0.005	-0.047
Si	-0.145	8.079	1.302	-0.006	-0.024	-0.046
Si	-2.859	-5.502	1.355	0.002	0.012	-0.034
Si	-0.106	-2.833	1.447	-0.007	-0.005	-0.073
Si	1.298	1.294	2.746	0.023	0.008	0.003
Si	3.925	4.059	2.75	0.004	0.035	0.006
Si	1.33	6.797	2.646	0	0.006	0.029
Si	3.991	9.459	2.709	0.03	-0.012	0.027
Si	1.236	-4.104	2.888	0.005	0.013	0.053
Si	4.052	-1.416	2.733	0.007	-0.022	0.052
Si	6.754	1.389	2.689	-0.021	-0.01	0.009
Si	9.504	4.08	2.651	-0.007	-0.016	-0.015
Si	6.65	6.896	2.828	-0.044	0.018	0.038
Si	9.5	-6.841	2.832	0.013	-0.021	0.046
Si	6.678	-4.057	2.773	-0.011	0.021	0.017
Si	-6.907	-1.473	2.912	0.029	0.017	0.02
Si	-4.146	1.219	2.767	0.004	0.008	0.025
Si	-1.387	4.092	2.738	-0.027	-0.006	0.034
Si	-4.091	6.74	2.655	0.001	-0.01	0.008
Si	-1.508	-6.902	2.707	0.021	0.027	0.026
Si	-4.175	-4.124	2.754	-0.002	-0.009	0.005
Si	-1.455	-1.405	2.72	0.003	0.006	0.016
Si	-0.082	-0.047	4.089	-0.006	-0.02	0.004
Si	2.615	2.689	4.117	0.016	0.006	0.006
Si	-0.01	5.437	4.073	0.003	0.014	-0.009
Si	2.643	8.128	4.084	-0.008	-0.025	0.012
Si	-0.132	-5.537	4.117	-0.001	-0.017	-0.004
Si	2.664	-2.722	4.138	0.001	0.011	-0.015
Si	5.419	-0.013	4.054	-0.003	0.005	-0.014
Si	8.129	2.742	4.026	-0.006	0	0.023
Si	5.332	5.422	4.095	0.02	0.002	-0.013
Si	8.085	-8.141	4.164	0.002	-0.011	0
Si	5.336	-5.461	4.082	-0.002	-0.021	-0.005
Si	8.108	-2.69	4.042	0.008	0.012	-0.012
Si	-5.481	-0.093	4.188	-0.002	0.011	-0.013
Si	-2.775	2.677	4.067	-0.007	0.011	-0.038
Si	-5.453	5.375	4.051	-0.009	0.02	-0.004
Si	-2.808	8.089	4.113	0.003	-0.009	-0.005
Si	-5.472	-5.518	4.152	-0.011	0.004	-0.023
Si	-2.796	-2.763	4.107	-0.011	-0.011	-0.001
Si	1.414	-1.335	16.328	-0.001	0.002	0.007
Si	4.146	1.389	16.321	-0.01	0.013	0
Si	1.42	4.099	16.345	0.012	0.016	-0.001
Si	4.118	6.865	16.281	0.003	0	-0.009
Si	1.429	-6.734	16.37	0.013	0.012	0.001
Si	4.129	-4.05	16.34	0.005	-0.008	0.005
Si	6.889	-1.318	16.371	0.008	-0.001	0.017
Si	-6.798	1.321	16.391	-0.007	-0.005	-0.007
Si	6.891	4.118	16.274	0.009	0.013	-0.007
Si	-6.746	6.781	16.393	-0.013	0.002	-0.017
Si	6.847	-6.762	16.28	0.011	-0.014	-0.006
Si	-6.767	-4.086	16.389	-0.01	-0.006	-0.012
Si	-4.029	-1.368	16.353	0.012	0.006	-0.008
Si	-1.34	1.361	16.346	-0.008	0.006	-0.001
Si	-4.037	4.06	16.367	-0.009	0.005	-0.003
Si	-1.289	6.802	16.346	0.005	0.001	-0.013
Si	-4.041	9.523	16.374	-0.001	0.003	-0.017
Si	-1.306	-4.069	16.38	0.004	0	-0.001
Si	2.755	0.052	17.675	0.018	-0.001	0.017
Si	5.575	2.735	17.628	0.004	-0.008	-0.018
Si	2.803	5.499	17.657	-0.009	0.002	0.002
Si	5.456	8.235	17.644	0.001	0.001	-0.001
Si	2.788	-5.367	17.773	-0.012	0.016	-0.003
Si	5.478	-2.677	17.695	-0.017	0.002	0.023
Si	8.317	0.021	17.75	0.005	-0.009	0.008
Si	-5.426	2.692	17.693	0.007	0.002	0.008
Si	8.221	5.49	17.651	0.001	-0.003	0.026
Si	-5.36	8.128	17.737	0.009	0.008	-0.002
Si	8.218	-5.383	17.603	-0.013	0.007	0.018
Si	-5.421	-2.679	17.713	-0.004	-0.005	-0.006
Si	-2.633	-0.057	17.718	0.013	-0.009	-0.003
Si	0.003	2.76	17.676	-0.006	-0.004	-0.026
Si	-2.638	5.42	17.694	0.001	-0.007	-0.018
Si	0.062	-8.121	17.681	-0.008	-0.007	0.011
Si	-2.709	-5.406	17.725	0	-0.022	-0.009
Si	0.085	-2.696	17.713	-0.021	0.017	-0.013
Si	1.329	1.388	19.004	-0.014	-0.036	0
Si	4.245	4.138	18.929	-0.004	0.041	-0.034
Si	1.448	6.864	19.034	0.002	0.003	-0.027
Si	4.167	-6.741	19.11	0.013	-0.01	-0.006
Si	1.45	-3.953	19.146	0.05	-0.01	-0.001
Si	4.123	-1.27	19.049	0.006	-0.027	-0.028
Si	6.941	1.419	19.043	-0.001	0.009	-0.017
Si	-6.766	4.034	19.088	-0.017	-0.006	-0.033
Si	6.8	6.865	18.969	-0.005	-0.013	-0.03
Si	-6.756	9.504	19.024	-0.027	-0.011	-0.033
Si	6.871	-4.059	19.004	-0.015	0.001	-0.031
Si	9.718	-1.313	19.177	0.051	0.014	0.032
Si	-4.065	1.282	18.98	-0.029	0.004	-0.032
Si	-1.295	4.111	19.107	0.026	-0.002	-0.005
Si	-3.964	6.749	19.069	-0.017	0.017	0.006
Si	-1.343	-6.795	19.029	-0.005	-0.014	-0.016
Si	-4.045	-3.976	19.065	0.031	0.001	-0.013
Si	-1.233	-1.378	19.131	-0.016	0.019	-0.017
Si	0.097	0.02	20.523	-0.006	0.003	0.035
Si	2.764	2.824	20.132	-0.009	0.047	0.018
Si	0.094	5.524	20.435	0.002	0.002	0.053
Si	2.812	8.199	20.455	-0.008	-0.013	0.033
Si	0.008	-5.368	20.332	0.007	0.001	0.05
Si	2.761	-2.513	20.555	-0.017	0.006	0.05
Si	5.561	0.065	20.371	-0.009	-0.017	0.041
Si	8.363	2.754	20.369	-0.004	-0.04	0.045
Si	5.546	5.463	20.392	0.007	-0.011	0.028
Si	8.13	8.302	20.243	-0.008	0.033	0.051
Si	5.524	-5.353	20.468	0.009	0.018	0.067
Si	8.236	-2.724	20.383	-0.007	-0.002	0.043
Si	-5.396	-0.007	20.457	0.027	0.005	0.051
Si	-2.675	2.608	20.29	0.013	-0.03	0.056
Si	-5.275	5.336	20.388	0.026	-0.034	0.087
Si	-2.639	-8.216	20.451	0.036	-0.007	0.037
Si	-5.479	-5.352	20.296	-0.056	-0.003	0.052
Si	-2.657	-2.678	20.494	0.003	0.028	0.033
Si	1.756	-0.835	22.017	-0.303	-0.406	-0.612
Si	3.958	1.376	21.442	0.116	-0.033	-0.623
Si	1.763	4.359	21.574	-0.142	-0.031	-0.729
Si	3.963	6.571	21.745	0.139	0.208	-0.689
Si	1.184	-6.874	21.618	0.251	0.015	-0.713
Si	4.418	-3.665	21.702	-0.101	-0.193	-0.807
Si	6.698	-1.543	21.683	0.055	0.18	-0.722
Si	-6.59	1.548	21.756	-0.157	-0.179	-0.708
Si	7.316	4.457	21.602	-0.263	-0.183	-0.8
Si	-6.843	6.452	21.672	0.329	0.488	-0.539
Si	7.078	-6.558	21.783	-0.255	-0.125	-0.729
Si	9.281	-4.313	21.774	0.175	0.137	-0.771
Si	-3.791	-1.087	21.809	-0.17	-0.135	-0.721
Si	-1.577	1.128	21.715	0.16	0.063	-0.717
Si	-4.233	3.626	21.638	0.041	0.259	-0.725
Si	-0.936	7.137	21.823	-0.303	-0.201	-0.691
Si	-3.933	-6.568	21.477	-0.14	-0.275	-0.67
Si	-1.606	-4.381	21.732	0.301	0.365	-0.622
Si	7.638	-3.012	-1.96	0.02	0.006	0.191
Si	-5.606	2.487	-6.645	0.082	-0.144	0.006
Si	-4.489	-8.138	-2.523	-0.121	0.035	0.055
Si	-2.989	7.29	-4.931	-0.1	-0.051	0.09
Si	-1.979	-4.457	24.717	-0.026	-0.082	-0.114
Si	8.069	2.703	-1.746	-0.014	0.021	0.009
Si	-7.884	-0.278	23.988	0.08	0.005	-0.108
Si	-8.295	-4.473	-2.649	0.023	-0.07	0.046
Si	5.575	-0.891	-5.21	0.061	0.112	-0.048
Si	-8.627	2.174	-6.272	-0.105	0.035	-0.088
Si	-8.552	-0.644	-5.005	-0.03	0.071	0.091
Si	1.283	-0.034	24.915	-0.047	-0.111	-0.172
Si	-0.544	7.209	-3.163	-0.074	-0.104	0.177
Si	5.308	-6.986	-4.555	0.075	-0.061	0.021
Si	-5.083	-4.935	-5.657	0.035	-0.029	0.112
Si	9.581	-0.63	25.947	-0.029	-0.1	0.002
Si	2.919	-1.964	-4.716	-0.119	0.003	0.051
Si	4.978	3.648	-4.189	0.107	0.005	0.082
Si	1.564	5.63	-4.696	-0.072	0.082	0.082
Si	-2.305	7.004	24.521	0.07	0.057	-0.093
Si	14.431	-1.561	25.766	-0.087	0.138	-0.062
Si	-3.775	4.462	24.458	0.06	-0.058	0.02
Si	6.757	1.127	-3.612	-0.015	0.017	0.107
Si	6.817	4.17	24.68	0.066	0.236	0.031
Si	2.961	-5.476	23.697	-0.015	-0.016	-0.072
Si	1.483	0.053	-6.747	-0.065	-0.013	-0.048
Si	-5.337	5.378	-1.998	-0.18	0.065	0.004
Si	0.873	-4.639	-6.76	-0.072	-0.064	-0.06
Si	-6.695	-6.697	-3.863	-0.016	0.052	-0.085
Si	1.487	-6.973	-2.644	-0.014	-0.057	0.06
Si	-3.018	-2.554	-5.139	-0.077	0.001	-0.11
Si	5.282	2.078	23.959	-0.039	0.085	0.061
Si	1.173	-4.223	-3.995	-0.086	0.059	0.075
Si	1.028	2.492	-4.742	-0.028	-0.016	0.061
Si	8.553	1.288	-5.94	-0.106	0.02	-0.007
Si	-6.467	5.501	24.581	-0.127	0.081	-0.082
Si	5.12	-7.812	23.855	0.078	-0.005	-0.057
Si	-2.721	-2.482	-1.959	-0.092	-0.098	0.021
Si	-2.123	2.073	-4.418	-0.115	0.082	-0.046
Si	-10.936	-1.749	-6.062	-0.06	0.034	-0.039
Si	3.656	7.279	-3.283	-0.012	-0.092	0.278
Si	5.504	-5.199	-2.015	0.047	-0.063	0.212
Si	3.308	-6.568	-7.004	0.02	0.012	-0.068
Si	-1.262	0.166	-2.394	0.026	0.063	-0.043
Si	0.294	2.602	23.772	-0.105	-0.124	-0.098
Si	3.786	0.82	26.146	-0.098	0.043	0.135
Si	2.788	2.705	-2.278	-0.055	-0.03	0.132
Si	-0.511	-2.141	-6.977	-0.039	-0.001	-0.087
Si	-3.522	0.232	-6.451	-0.058	0.014	-0.018
Si	0.933	-1.511	-2.768	0.058	-0.089	0.078
Si	-5.635	-2.472	23.98	-0.002	0.059	-0.157
Si	-1.359	3.399	26.152	-0.002	-0.044	-0.07
Si	-4.219	4.376	-4.581	-0.037	-0.05	0.129
Si	7.69	4.962	-3.911	-0.077	-0.004	0.121
Si	1.303	-1.361	5.471	0.008	0.01	0.013
Si	4.047	1.348	5.419	0.012	-0.009	0.006
Si	1.292	4.065	5.476	-0.004	0	0.002
Si	3.998	6.781	5.462	0.011	0.004	-0.001
Si	1.287	9.477	5.46	0.005	0.011	0.01
Si	4.008	-4.106	5.469	0.003	-0.002	0.007
Si	6.769	-1.351	5.429	-0.007	-0.002	0.003
Si	9.499	1.372	5.359	0.008	-0.008	-0.004
Si	6.76	4.083	5.404	0.004	0.01	0.011
Si	-6.77	6.714	5.524	0.015	-0.016	-0.002
Si	6.738	-6.755	5.468	0.009	0.007	0.008
Si	-6.835	12.162	5.529	-0.001	-0.003	0.003
Si	-4.108	-1.422	5.528	0.003	-0.005	0.016
Si	-1.412	1.337	5.453	0.002	-0.008	0
Si	-4.109	4.034	5.455	0.003	0.002	-0.005
Si	-1.388	6.768	5.451	0.013	0.007	0.007
Si	-4.113	-6.857	5.513	0.006	-0.004	0.001
Si	-1.438	-4.128	5.472	-0.001	-0.001	-0.002
Si	2.687	0.004	6.804	-0.01	0.005	-0.005
Si	5.414	2.713	6.774	0.008	0.004	-0.011
Si	2.67	5.418	6.833	0	-0.003	-0.002
Si	5.386	-8.159	6.794	-0.003	-0.006	-0.005
Si	2.652	-5.465	6.817	-0.007	-0.002	-0.007
Si	5.408	-2.725	6.782	0.009	-0.008	-0.008
Si	8.148	0.019	6.751	0.003	0.001	-0.003
Si	-5.437	2.693	6.879	-0.013	-0.01	-0.005
Si	-8.164	5.408	6.91	-0.009	0.004	-0.005
Si	-5.448	8.103	6.888	-0.004	0.003	-0.004
Si	-8.172	10.827	6.921	0.006	-0.001	-0.004
Si	-5.474	-2.777	6.879	0.009	-0.01	-0.002
Si	-2.741	-0.028	6.848	-0.005	0.007	-0.009
Si	-0.052	2.695	6.83	-0.008	0.019	-0.005
Si	-2.74	5.398	6.818	0.003	0.002	-0.009
Si	-0.045	8.123	6.838	-0.003	0	-0.007
Si	-2.762	-5.479	6.864	-0.005	-0.004	-0.002
Si	-0.047	-2.753	6.812	0.001	-0.006	-0.012
Si	1.343	1.359	8.181	0.011	0.002	-0.002
Si	4.069	4.069	8.16	0.008	0.005	-0.001
Si	1.329	6.781	8.198	-0.01	-0.002	-0.003
Si	4.042	-6.803	8.166	-0.003	0	-0.006
Si	1.322	-4.089	8.18	0	-0.01	0.005
Si	4.058	-1.358	8.149	0	0.002	-0.006
Si	6.79	1.367	8.127	0.002	0.005	0
Si	-6.801	4.042	8.253	-0.001	-0.005	-0.009
Si	6.773	6.806	8.133	0.006	-0.008	0
Si	-6.801	9.469	8.261	-0.007	-0.013	0
Si	6.79	-4.056	8.138	0.015	0.004	0.008
Si	-6.805	-1.402	8.257	-0.004	0.003	-0.008
Si	-4.079	1.334	8.23	0.011	0.009	0.008
Si	-1.386	4.057	8.202	-0.005	-0.017	0.002
Si	-4.07	6.756	8.222	0.006	0.011	-0.007
Si	-1.379	-6.824	8.209	0.013	0.01	0.003
Si	-4.104	-4.119	8.237	-0.006	-0.009	-0.001
Si	-1.372	-1.383	8.199	0.006	0.004	-0.005
Si	0.001	-0.013	9.548	0.007	-0.001	-0.003
Si	2.717	2.718	9.536	-0.003	0.005	0
Si	-0.016	5.42	9.559	-0.001	0.009	-0.001
Si	2.702	-8.165	9.537	-0.001	0	-0.005
Si	-0.015	-5.451	9.554	-0.004	0.003	0.001
Si	2.704	-2.717	9.515	-0.002	-0.006	-0.008
Si	5.435	0.008	9.496	0.007	-0.004	-0.006
Si	-8.159	2.693	9.625	-0.006	-0.005	-0.004
Si	5.434	5.442	9.509	0	0.003	0.003
Si	-8.153	8.133	9.643	-0.01	0.005	0.007
Si	5.428	-5.428	9.492	-0.001	-0.006	-0.007
Si	-8.151	-2.746	9.642	0.007	-0.004	0.004
Si	-5.44	-0.025	9.594	-0.005	0	-0.005
Si	-2.72	2.698	9.583	-0.002	0.01	-0.003
Si	-5.433	5.412	9.596	0.001	0.01	-0.01
Si	-2.723	8.132	9.577	0	-0.009	-0.003
Si	-5.445	-5.475	9.61	-0.003	0.003	0.003
Si	-2.728	-2.74	9.568	-0.008	-0.002	-0.007
Si	1.376	-1.357	10.905	0.01	-0.003	0.004
Si	4.097	1.366	10.885	0.004	-0.006	0.002
Si	1.371	4.08	10.907	-0.002	0.008	0.004
Si	4.086	-9.514	10.878	0	-0.002	-0.002
Si	1.362	-6.797	10.904	0.004	0.001	0.004
Si	4.082	-4.064	10.863	-0.001	0.006	-0.002
Si	6.81	-1.336	10.85	0.007	0.001	0.007
Si	-6.795	1.332	10.966	-0.002	0.003	-0.004
Si	-9.504	4.055	11.002	0.008	0.004	0
Si	-6.779	6.77	10.976	0.003	-0.003	-0.004
Si	-9.51	9.495	11.009	0.008	0.003	-0.002
Si	-6.789	-4.11	10.985	0	-0.002	0.001
Si	-4.072	-1.381	10.944	0.005	0.003	-0.003
Si	-1.344	1.345	10.926	-0.001	0.008	0.002
Si	-4.068	4.061	10.95	-0.007	-0.013	0
Si	-1.353	6.787	10.932	0.005	0.003	0
Si	-4.067	9.494	10.953	0.003	-0.007	-0.004
Si	-1.356	-4.087	10.925	0.006	-0.006	0.004
Si	2.753	0.005	12.26	0	0.005	0.003
Si	5.468	2.732	12.24	-0.002	0.011	0.002
Si	2.74	5.453	12.254	0.005	0.009	-0.001
Si	5.457	-8.141	12.217	-0.002	0.001	0
Si	2.734	-5.42	12.238	0	-0.006	-0.006
Si	5.451	-2.697	12.211	-0.004	-0.007	-0.006
Si	8.179	0.029	12.2	0.003	-0.002	0.001
Si	-5.43	2.703	12.304	0	0.007	-0.007
Si	-8.136	5.418	12.345	0.003	0.001	-0.001
Si	-5.421	8.143	12.323	-0.003	0	0.002
Si	-8.153	10.864	12.355	-0.01	-0.003	0.004
Si	-5.419	-2.738	12.319	-0.003	-0.003	-0.002
Si	-2.704	-0.014	12.289	-0.006	-0.003	-0.003
Si	0.025	2.713	12.272	0.004	-0.006	-0.006
Si	-2.701	5.428	12.3	0	0.013	-0.006
Si	0.013	8.163	12.271	-0.006	-0.007	-0.002
Si	-2.698	-5.454	12.295	-0.01	0.006	-0.005
Si	0.017	-2.715	12.266	-0.002	-0.002	-0.001
Si	1.402	1.369	13.625	0.001	0.006	0.004
Si	4.118	4.103	13.602	-0.012	0.009	0.003
Si	1.391	6.822	13.62	0	0.004	0.002
Si	4.11	-6.768	13.583	0.004	0.002	0.003
Si	1.391	-4.062	13.618	0.005	-0.001	0.005
Si	4.133	-1.344	13.617	0.016	-0.017	0.01
Si	6.849	1.383	13.598	0.009	-0.008	0.005
Si	-6.77	4.055	13.687	0.004	-0.01	-0.001
Si	6.835	-9.497	13.563	0.005	-0.001	0.001
Si	-6.782	9.5	13.689	-0.006	0.014	0.003
Si	6.815	-4.046	13.564	-0.009	0.003	0.002
Si	9.546	-1.322	13.552	-0.015	0.011	0.005
Si	-4.067	1.346	13.646	-0.008	0.016	-0.003
Si	-1.325	4.071	13.643	0	-0.003	0.006
Si	-4.044	6.794	13.668	0	-0.005	0.009
Si	-1.321	9.525	13.654	0.011	-0.011	0.001
Si	-4.049	-4.099	13.663	0.014	-0.012	0.002
Si	-1.33	-1.36	13.642	-0.006	0.007	0.014
Si	0.038	0.016	14.985	0.002	0.002	0.001
Si	2.772	2.742	14.972	0.002	-0.006	-0.003
Si	0.053	5.443	14.978	-0.003	0.003	-0.001
Si	2.746	8.219	14.956	0.002	0.002	0.003
Si	0.046	-5.415	14.999	-0.003	-0.001	-0.003
Si	2.764	-2.704	14.971	-0.006	-0.003	-0.003
Si	5.512	0.017	14.981	-0.004	0.011	0.007
Si	8.244	2.737	14.939	-0.01	0.014	0.006
Si	5.488	5.476	14.945	0.001	-0.003	0.002
Si	8.197	-8.13	14.912	-0.008	0.009	0.004
Si	5.47	-5.403	14.942	-0.005	0.002	0.002
Si	8.168	-2.665	14.909	0.003	-0.003	0.004
Si	-5.412	-0.008	15.023	0.003	0.006	0.001
Si	-2.7	2.706	14.987	-0.007	-0.012	-0.003
Si	-5.398	5.427	15.022	0	0	0.001
Si	-2.675	8.163	15.015	-0.005	0.008	-0.001
Si	-5.415	-5.45	15.025	-0.001	-0.008	0
Si	-2.677	-2.734	15.005	-0.008	-0.011	0
Si	17.854	-1.426	-0.047	-0.151	0.125	0.743
Si	20.685	1.274	-0.103	-0.24	0.102	0.704
Si	17.424	4.278	0.3	0.116	-0.18	0.729
Si	20.581	6.467	-0.15	-0.106	0.174	0.732
Si	17.484	-6.644	-0.042	0.094	-0.219	0.701
Si	19.872	-3.832	-0.218	0.377	-0.106	0.733
Si	22.781	-1.035	0.007	0.038	-0.114	0.748
Si	26.04	1.146	-0.09	-0.138	0.135	0.733
Si	22.942	4.374	-0.155	0.122	-0.137	0.689
Si	25.618	7.214	-0.287	0.131	-0.174	0.72
Si	23.255	9.285	-0.091	-0.022	0.133	0.641
Si	9.476	-4.286	0.332	-0.031	0.175	0.744
Si	11.87	-1.228	-0.295	0.313	-0.18	0.685
Si	14.719	1.599	-0.273	0.142	-0.219	0.705
Si	12.389	3.764	-0.219	-0.079	0.19	0.693
Si	15.127	6.427	0.084	-0.226	0.316	0.7
Si	11.734	-6.458	-0.16	0.378	-0.293	0.647
Si	15.291	-4.386	-0.251	-0.253	0.176	0.747
Si	19.068	0.106	1.219	0.025	-0.009	-0.049
Si	21.831	2.804	1.232	0.004	0.019	-0.043
Si	19.056	5.499	1.381	0.027	-0.002	-0.03
Si	21.713	8.091	1.178	-0.001	-0.018	-0.025
Si	18.961	-5.409	1.265	-0.001	-0.005	-0.067
Si	21.603	-2.737	1.094	-0.027	0.007	-0.052
Si	24.449	0.05	1.258	-0.015	-0.022	-0.043
Si	10.898	2.707	1.273	-0.007	0.006	-0.029
Si	24.532	5.569	1.083	-0.008	0.012	-0.06
Si	10.79	-8.096	1.303	-0.011	0.02	-0.068
Si	24.461	-5.398	1.117	0.003	-0.003	-0.047
Si	10.813	-2.66	1.281	0.003	0.033	-0.028
Si	13.543	-0.052	0.996	-0.048	0.035	-0.04
Si	16.189	2.623	1.307	-0.04	-0.03	-0.02
Si	13.432	5.359	1.224	-0.022	-0.038	-0.058
Si	16.273	8.126	1.242	0	0.003	-0.043
Si	13.548	-5.431	1.024	0	-0.013	-0.037
Si	16.282	-2.721	1.14	0.016	-0.017	-0.056
Si	17.637	1.338	2.605	0.023	0.012	0.004
Si	20.407	4.067	2.632	0.017	-0.009	0.025
Si	17.682	6.886	2.661	-0.023	0.008	0.024
Si	20.395	9.534	2.52	-0.007	-0.033	0.01
Si	17.604	-4.042	2.602	-0.002	0.015	0.026
Si	20.362	-1.343	2.563	-0.002	-0.001	0.024
Si	23.163	1.454	2.612	-0.003	-0.005	0.038
Si	25.85	4.165	2.481	-0.05	-0.016	0.003
Si	23.135	6.811	2.553	0.02	0.008	0.028
Si	25.844	-6.724	2.522	-0.007	-0.002	0.023
Si	23.065	-4.04	2.449	0.002	0.021	0.004
Si	9.426	-1.318	2.633	0	-0.021	0.002
Si	12.258	1.302	2.56	0.039	-0.019	0.027
Si	14.845	4.049	2.627	0.017	0.015	0.022
Si	12.15	6.793	2.581	0.005	-0.006	0.013
Si	14.847	-6.803	2.505	0.012	0.033	0.012
Si	12.251	-4.059	2.524	-0.005	-0.035	0.011
Si	14.887	-1.365	2.461	0	0.022	-0.004
Si	16.262	-0.045	3.899	-0.011	-0.012	0.001
Si	19.001	2.719	3.949	0.013	0.004	-0.01
Si	16.276	5.449	3.923	-0.005	-0.012	-0.021
Si	19.041	8.245	3.966	0	0	0.018
Si	16.223	-5.434	3.9	-0.008	-0.003	-0.01
Si	18.993	-2.686	3.937	0.005	0.002	-0.008
Si	21.764	0.028	3.9	0.006	-0.021	-0.022
Si	24.527	2.819	3.923	0.01	0.004	0.01
Si	21.785	5.453	3.94	0.016	0.014	-0.015
Si	24.499	-8.114	3.884	-0.01	0.006	-0.011
Si	21.765	-5.418	3.861	-0.004	0.014	0.004
Si	24.422	-2.722	3.896	-0.006	-0.004	0.017
Si	10.839	0.016	3.959	0.004	0.036	-0.003
Si	13.547	2.678	3.992	-0.006	-0.025	-0.008
Si	10.836	5.448	4.005	-0.002	0.007	0.012
Si	13.539	8.159	3.921	0.007	0.005	0.009
Si	10.903	-5.387	3.996	-0.013	0.014	-0.004
Si	13.571	-2.699	3.907	-0.006	0.008	0.005
Si	17.705	-1.31	16.182	0.018	0.007	0.007
Si	20.372	1.367	16.12	-0.013	0.007	-0.004
Si	17.69	4.154	16.166	0.002	0.008	-0.005
Si	20.384	6.832	16.13	-0.005	-0.013	-0.007
Si	17.711	-6.77	16.178	0.002	-0.001	0.004
Si	20.407	-4.061	16.12	0.007	0	-0.004
Si	23.104	-1.353	16.102	0.006	-0.002	0
Si	9.617	1.391	16.329	0.002	-0.016	0.006
Si	23.121	4.084	16.098	-0.003	-0.012	-0.002
Si	9.569	-9.484	16.269	-0.002	-0.018	-0.006
Si	23.103	-6.748	16.069	-0.001	-0.002	-0.002
Si	9.539	-4.01	16.237	0.008	-0.015	-0.009
Si	12.286	-1.311	16.253	0.005	0.002	-0.005
Si	15.003	1.42	16.239	0.01	-0.002	0.004
Si	12.329	4.094	16.287	-0.016	0.017	0.005
Si	15.002	6.818	16.185	0.001	-0.013	-0.005
Si	12.255	-6.793	16.178	-0.009	-0.006	-0.012
Si	14.983	-4.006	16.205	0.012	0.006	0.001
Si	19.031	0.063	17.562	-0.001	-0.011	0.028
Si	21.757	2.704	17.433	0.011	0.01	-0.021
Si	19.049	5.494	17.542	0.005	0.021	0.035
Si	21.705	8.27	17.421	-0.004	0.01	-0.011
Si	19.065	-5.385	17.526	-0.012	-0.013	0.008
Si	21.779	-2.728	17.467	-0.005	0.003	0.025
Si	24.44	-0.004	17.478	0.003	0.005	0.011
Si	11.012	2.732	17.697	0.034	0.029	0.007
Si	24.491	5.473	17.408	0.015	-0.01	0.021
Si	10.941	-8.126	17.612	-0.002	0.012	0.012
Si	24.489	-5.446	17.439	-0.009	0.01	0.017
Si	10.886	-2.644	17.601	-0.013	0.017	0.01
Si	13.67	0.036	17.609	0	-0.004	0.009
Si	16.345	2.842	17.572	-0.003	-0.011	0.005
Si	13.692	5.491	17.624	0.02	-0.019	-0.02
Si	16.374	-8.159	17.527	0.012	-0.004	0.017
Si	13.588	-5.398	17.483	0.002	0.004	-0.017
Si	16.368	-2.649	17.572	-0.045	-0.005	-0.016
Si	17.671	1.491	18.93	0.022	-0.01	-0.002
Si	20.442	4.06	18.797	-0.017	-0.015	-0.04
Si	17.744	6.874	18.976	-0.02	0.009	-0.031
Si	20.406	-6.732	18.904	0.016	-0.02	0.003
Si	17.723	-4.026	18.906	-0.001	0.035	-0.009
Si	20.433	-1.36	18.827	-0.005	-0.003	-0.032
Si	23.074	1.353	18.825	-0.03	0.001	0.012
Si	9.652	4.159	18.988	-0.004	0.021	-0.044
Si	23.12	6.915	18.645	0.013	0.021	-0.045
Si	9.586	-6.735	18.95	0.011	-0.007	-0.021
Si	23.148	-4.104	18.817	0.002	0.006	-0.045
Si	25.758	-1.394	18.842	0.007	-0.015	-0.006
Si	12.41	1.361	19.088	-0.012	-0.004	-0.002
Si	15.075	4.201	19.046	0.013	0.026	0
Si	12.334	-9.467	18.968	-0.011	0.018	-0.011
Si	14.977	-6.748	18.768	-0.005	-0.018	-0.039
Si	12.174	-4.113	18.852	-0.02	-0.04	-0.031
Si	15.03	-1.304	18.977	0.013	0.038	-0.013
Si	16.269	0.223	20.355	-0.01	0.044	-0.015
Si	19.155	2.752	20.285	-0.009	-0.007	0.029
Si	16.465	5.523	20.459	0.007	-0.016	0.036
Si	19.056	8.32	20.352	-0.036	-0.005	0.07
Si	16.331	-5.452	20.138	-0.021	-0.015	0.051
Si	19.078	-2.658	20.253	0.029	0.009	0.056
Si	21.809	-0.061	20.226	0.004	-0.009	0.064
Si	24.409	2.792	20.075	-0.006	0.008	0.053
Si	21.795	5.566	19.945	-0.023	0.003	0.044
Si	24.473	8.172	20.064	-0.001	-0.007	0.073
Si	21.828	-5.429	20.234	0.022	0.008	0.04
Si	24.474	-2.775	20.23	-0.012	-0.009	0.073
Si	11.229	-0.03	20.629	0.029	-0.06	0.051
Si	13.729	2.838	20.415	-0.038	-0.029	0.078
Si	10.985	5.558	20.379	0	-0.015	0.031
Si	13.676	-8.02	20.223	0.012	-0.002	0.047
Si	10.887	-5.387	20.38	-0.003	0.033	0.047
Si	13.633	-2.853	20.102	0.045	0.041	0.02
Si	17.931	-0.971	21.442	-0.08	-0.103	-0.75
Si	20.267	1.077	21.552	0.105	0.19	-0.752
Si	18.218	4.402	21.679	-0.429	-0.251	-0.734
Si	20.362	6.69	21.382	0.077	0.293	-0.766
Si	17.404	-6.833	21.651	0.251	-0.037	-0.656
Si	20.697	-3.833	21.507	-0.135	-0.051	-0.749
Si	22.93	-1.65	21.583	0.152	0.141	-0.704
Si	9.925	1.61	21.756	-0.106	-0.203	-0.737
Si	23.317	4.464	21.275	0.068	-0.068	-0.72
Si	9.371	6.85	21.515	0.283	0.078	-0.677
Si	23.453	-6.614	21.493	-0.325	-0.066	-0.789
Si	25.655	-4.399	21.453	0.064	0.263	-0.771
Si	12.808	-1.581	21.82	-0.288	0.261	-0.71
Si	15.043	1.636	21.99	0.114	-0.086	-0.714
Si	12.062	3.904	21.683	0.111	0.216	-0.797
Si	15.246	-9.095	21.565	0.086	-0.09	-0.716
Si	12.509	-6.519	21.638	-0.136	-0.223	-0.733
Si	14.749	-4.392	21.446	0.125	0.106	-0.738
Si	24.159	-2.87	-2.123	0.119	-0.089	0.093
Si	17.597	7.329	25.7	0.014	0.106	-0.179
Si	19.077	-2.447	25.392	-0.047	-0.062	-0.106
Si	11.644	4.697	-3.144	0.022	0.01	0.148
Si	15.588	-2.086	23.1	-0.161	0	-0.234
Si	30.295	-5.791	26.005	0.009	0.031	0.147
Si	7.914	0.358	23.798	0.018	-0.022	-0.085
Si	10.943	-6.626	-3.072	0.062	0.001	0.121
Si	26.346	3.851	26.004	-0.046	-0.06	-0.234
Si	14.786	7.005	25.539	-0.012	0.032	0.059
Si	9.935	3.892	-5.474	-0.014	0.089	0.113
Si	20.659	4.019	26.025	0.088	0.139	0.035
Si	18.485	-7.075	-4.751	0.057	-0.013	-0.01
Si	22.73	5.945	-4.603	0.024	0.11	0.081
Si	12.764	-6.834	-5.714	-0.076	-0.054	-0.03
Si	15.421	-6.909	-4.453	0.072	0.043	-0.067
Si	16.804	0.524	-2.338	-0.079	0.051	0.185
Si	20.384	4.288	-4.328	0.089	-0.001	0.091
Si	21.965	-2.787	25.979	0.014	-0.009	-0.035
Si	10.973	8.12	23.793	-0.053	0.029	-0.108
Si	31.549	-1.216	25.785	0.127	-0.066	-0.011
Si	13.176	5.894	23.66	-0.021	-0.053	-0.297
Si	18.917	2.842	-2.08	0.121	-0.107	0.08
Si	21.946	2.756	23.547	0.091	-0.15	-0.159
Si	18.856	-4.915	23.75	-0.12	-0.014	-0.205
Si	25.455	-6.228	26.158	0.017	-0.117	-0.084
Si	9.65	6.92	-2.782	0.035	0	0.069
Si	17.239	2.808	24.087	-0.162	-0.028	-0.095
Si	18.491	0.586	25.875	0.035	0.06	0.018
Si	18.564	7.706	-2.182	0.021	0.077	0.14
Si	17.873	-0.423	-4.964	-0.02	0.029	0.222
Si	13.696	1.01	24.695	0.135	-0.038	-0.025
Si	16.533	-3.084	-5.569	-0.029	0.065	0.131
Si	14.398	5.051	-4.568	-0.048	0.025	-0.038
Si	20.233	-2.108	-4.786	0.083	0.092	0.007
Si	12.603	-4.058	26.224	0.021	0.061	-0.019
Si	22.114	7.966	23.706	0.066	-0.032	-0.156
Si	14.841	-3.943	-3.345	0.017	-0.106	0.228
Si	12.308	-2.122	-3.378	-0.001	0.03	0.246
Si	13.896	-6.735	26.163	0.073	-0.104	-0.001
Si	22.628	-5.578	-2.663	-0.041	-0.046	0.121
Si	19.89	-4.744	-3.278	0.074	0.055	0.183
Si	23.302	-6.961	-6.979	0.001	-0.028	0.08
Si	14.607	2.588	-6.05	0.026	0.087	-0.013
Si	7.492	-7.73	-6.42	0.031	-0.005	-0.141
Si	24.282	-1.305	24.416	-0.125	0.013	-0.179
Si	15.725	7.02	-2.641	-0.037	-0.064	0.079
Si	22.406	6.393	26.182	-0.057	0.055	-0.135
Si	9.553	-4.098	-6.893	-0.208	0.027	-0.17
Si	13.059	0.078	-5.436	-0.019	-0.05	0.033
Si	10.841	-2.777	24.049	0.097	-0.002	-0.213
Si	9.735	-3.846	-3.928	0.113	-0.116	0.075
Si	19.802	-7.251	25.346	0.013	-0.079	-0.098
Si	22.975	3.005	-4.604	0	0.018	-0.036
Si	17.628	-1.356	5.299	-0.004	-0.005	0.01
Si	20.385	1.361	5.277	-0.009	-0.008	-0.004
Si	17.648	4.1	5.286	-0.007	0.007	0.011
Si	20.406	6.836	5.272	0.006	-0.003	0.001
Si	17.63	9.575	5.285	-0.001	0.014	0.003
Si	20.389	-4.065	5.242	0.007	0.001	-0.002
Si	23.109	-1.336	5.267	-0.002	0.01	0.012
Si	25.876	1.416	5.26	-0.007	-0.007	0.006
Si	23.145	4.12	5.302	-0.009	-0.009	0.015
Si	9.474	6.772	5.414	-0.021	-0.017	0.009
Si	23.127	-6.766	5.243	0.009	0	0.004
Si	9.507	-4.053	5.361	0.01	-0.012	0.007
Si	12.204	-1.357	5.299	0.001	-0.015	0.006
Si	14.944	1.336	5.303	0.017	0.004	0.005
Si	12.202	4.073	5.341	-0.003	0.002	0.004
Si	14.923	6.817	5.286	0.015	0.001	-0.001
Si	12.224	-6.792	5.332	-0.004	-0.007	0.011
Si	14.913	-4.06	5.289	0.011	-0.006	0.006
Si	19.01	0.015	6.637	-0.005	0.001	-0.004
Si	21.759	2.737	6.62	0.014	0.006	-0.006
Si	19.027	5.471	6.623	-0.001	-0.001	-0.003
Si	21.77	-8.125	6.619	0.003	0.003	-0.003
Si	19.018	-5.399	6.628	-0.015	0.011	-0.002
Si	21.744	-2.701	6.616	0.002	-0.001	-0.003
Si	24.495	0.036	6.601	0.002	0	-0.001
Si	10.846	2.735	6.723	-0.013	0.006	0.005
Si	8.121	5.429	6.777	0.001	-0.003	0.006
Si	10.855	-8.143	6.71	-0.008	0.006	-0.014
Si	8.147	-5.397	6.761	-0.01	0.013	0.002
Si	10.866	-2.695	6.712	-0.011	0.002	0
Si	13.571	-0.003	6.668	-0.001	0.002	-0.002
Si	16.299	2.725	6.647	0.009	-0.004	0.004
Si	13.576	5.456	6.668	0.011	-0.007	-0.003
Si	16.292	8.184	6.643	-0.001	0.001	-0.008
Si	13.58	-5.423	6.681	-0.004	0.008	-0.001
Si	16.283	-2.717	6.66	0.003	0.001	0.004
Si	17.665	1.379	8.006	0.004	0.003	0.001
Si	20.393	4.103	7.973	-0.002	-0.006	-0.004
Si	17.665	6.824	7.991	0.007	0	0.003
Si	20.388	-6.773	7.971	0.005	-0.009	-0.009
Si	17.664	-4.055	8.009	0.004	0.004	0.005
Si	20.382	-1.346	7.983	-0.01	-0.015	0.003
Si	23.126	1.381	7.971	-0.014	-0.014	-0.002
Si	9.499	4.078	8.112	-0.017	-0.003	0.004
Si	23.146	6.833	7.963	0.011	0.008	-0.005
Si	9.506	-6.785	8.092	-0.002	-0.004	0.001
Si	23.123	-4.059	7.964	0.004	0.001	-0.004
Si	9.516	-1.342	8.094	0.009	0.004	0.003
Si	12.228	1.367	8.048	0	0.001	-0.008
Si	14.946	4.094	8.014	0.003	0.002	-0.001
Si	12.227	6.814	8.053	-0.009	-0.004	-0.014
Si	14.947	-6.78	8.029	0.013	0.008	-0.003
Si	12.224	-4.069	8.059	-0.005	-0.008	0.001
Si	14.933	-1.354	8.03	0.001	-0.012	-0.001
Si	16.303	0.019	9.369	-0.006	0.001	-0.002
Si	19.032	2.749	9.344	-0.001	0	0.002
Si	16.31	5.465	9.363	0.004	-0.003	0.002
Si	19.032	-8.133	9.34	-0.002	0.008	0.004
Si	16.31	-5.414	9.377	0.019	-0.001	0.003
Si	19.024	-2.691	9.358	-0.006	0.002	0.008
Si	21.755	0.024	9.326	0.009	0.01	-0.001
Si	8.151	2.727	9.485	0.008	0.005	0.009
Si	21.769	5.466	9.314	0.006	0.001	-0.005
Si	8.151	-8.143	9.467	-0.008	0.007	0.006
Si	21.756	-5.416	9.326	-0.005	0.003	-0.001
Si	8.161	-2.691	9.476	-0.01	0.006	0.002
Si	10.88	0.023	9.44	-0.007	0.001	0.002
Si	13.592	2.74	9.389	-0.005	0.005	-0.007
Si	10.873	5.461	9.433	-0.007	-0.002	0.002
Si	13.589	-8.136	9.401	0.001	0.004	-0.007
Si	10.872	-5.42	9.442	-0.003	0.004	0.003
Si	13.586	-2.704	9.412	0.001	0.003	-0.001
Si	17.667	-1.334	10.728	0.009	-0.002	0.005
Si	20.391	1.382	10.692	-0.003	0.002	0.001
Si	17.676	4.106	10.713	0.005	-0.003	0.008
Si	20.403	-9.499	10.682	0.005	-0.006	-0.001
Si	17.678	-6.776	10.716	-0.008	0.005	0.005
Si	20.392	-4.061	10.693	0.005	0.005	0
Si	23.12	-1.337	10.676	-0.013	-0.009	0.001
Si	9.532	1.376	10.823	-0.009	0.005	0.004
Si	6.812	4.09	10.862	0.007	-0.005	0.001
Si	9.525	-9.503	10.815	0.004	-0.004	0.003
Si	6.801	-6.782	10.84	-0.002	0	0.003
Si	9.526	-4.056	10.819	-0.004	-0.004	0.006
Si	12.242	-1.339	10.789	0	0	0.005
Si	14.955	1.382	10.741	0.004	-0.001	-0.005
Si	12.245	4.096	10.769	0.006	-0.003	-0.003
Si	14.956	6.821	10.743	-0.001	0.001	0.001
Si	12.242	-6.783	10.788	0.001	-0.005	0
Si	14.959	-4.057	10.759	0	-0.007	-0.002
Si	19.031	0.036	12.07	0	0.007	0.004
Si	21.752	2.748	12.038	-0.005	-0.011	-0.001
Si	19.042	5.473	12.058	0.001	0.003	0.002
Si	21.763	-8.139	12.038	-0.001	0.003	0.002
Si	19.033	-5.409	12.068	0.003	-0.005	0.005
Si	21.752	-2.689	12.031	0.007	0	0
Si	24.481	0.018	12.034	-0.001	0.002	0.003
Si	10.905	2.747	12.16	-0.004	0.007	0.001
Si	8.19	5.455	12.203	-0.009	0.001	0.007
Si	10.89	-8.139	12.167	-0.007	0.005	0.009
Si	8.164	-5.41	12.187	-0.007	0.002	-0.001
Si	10.888	-2.687	12.17	-0.002	-0.002	0.003
Si	13.609	0.035	12.129	0.004	0.009	-0.003
Si	16.321	2.748	12.083	-0.01	0	-0.001
Si	13.605	5.461	12.117	-0.008	-0.01	-0.002
Si	16.317	8.196	12.086	0.014	0.003	0.001
Si	13.607	-5.411	12.134	0.007	0.008	0.001
Si	16.318	-2.686	12.11	-0.004	0.008	0.001
Si	17.68	1.399	13.445	0.001	0.001	0.002
Si	20.398	4.108	13.414	-0.001	0.001	0.004
Si	17.683	6.836	13.422	-0.009	0.001	-0.001
Si	20.4	-6.781	13.398	0.01	-0.001	0.003
Si	17.681	-4.053	13.454	0.006	0	0.006
Si	20.389	-1.344	13.404	0.009	-0.002	-0.008
Si	23.098	1.367	13.384	-0.002	0.015	0.004
Si	9.574	4.1	13.555	0.015	-0.012	0.002
Si	23.117	-9.505	13.397	0.007	-0.011	0.003
Si	9.534	-6.768	13.529	-0.006	0.005	0.006
Si	23.118	-4.046	13.372	-0.015	0.009	-0.006
Si	25.843	-1.342	13.397	-0.006	-0.005	0.008
Si	12.268	1.392	13.515	0.001	-0.002	0.001
Si	14.972	4.1	13.461	0.014	-0.005	-0.004
Si	12.258	6.805	13.507	0.014	-0.009	0
Si	14.978	9.551	13.48	-0.003	-0.008	0.004
Si	12.262	-4.045	13.51	0.002	-0.005	0.007
Si	14.977	-1.311	13.484	-0.012	0.004	0.007
Si	16.338	0.056	14.843	-0.001	0.006	0.003
Si	19.033	2.77	14.794	-0.007	-0.003	0.004
Si	16.333	5.476	14.789	0	0.01	0.001
Si	19.039	8.197	14.774	-0.003	-0.007	0.011
Si	16.332	-5.399	14.843	-0.003	0.001	0.013
Si	19.041	-2.68	14.797	0.003	0.008	0.006
Si	21.739	0.013	14.757	-0.011	-0.011	0.007
Si	24.457	2.723	14.728	0.003	-0.002	0.006
Si	21.754	5.468	14.771	-0.001	0.005	0.002
Si	24.474	-8.138	14.744	-0.007	0.001	0.009
Si	21.754	-5.394	14.723	0.008	-0.003	0.009
Si	24.471	-2.699	14.739	-0.005	-0.002	0.007
Si	10.921	0.044	14.902	0.006	-0.004	0.002
Si	13.64	2.753	14.863	0.005	0.006	0.01
Si	10.936	5.454	14.927	0.002	-0.007	0.005
Si	13.628	8.175	14.834	0.001	-0.006	0.003
Si	10.891	-5.393	14.874	-0.007	0.006	0.001
Si	13.622	-2.662	14.852	0	0.009	-0.003
Si	-31.055	-1.264	0.109	-0.014	-0.057	0.69
Si	-28.031	1.004	0.119	-0.18	0.294	0.625
Si	-31.276	4.359	-0.269	0.156	-0.249	0.627
Si	-28.128	6.667	-0.076	-0.194	0.152	0.668
Si	-31.259	-6.426	0.092	0.113	-0.294	0.615
Si	-28.133	-4.282	0.059	-0.329	0.296	0.606
Si	-25.784	-1.274	0.103	0.22	-0.264	0.613
Si	-22.768	0.982	0.067	-0.12	0.244	0.716
Si	-25.903	4.39	0	0.171	-0.145	0.718
Si	-22.429	6.416	-0.005	-0.187	0.155	0.714
Si	-25.848	9.812	0.249	0.144	-0.261	0.704
Si	26.079	-4.177	-0.116	-0.239	0.068	0.708
Si	28.226	-1.13	-0.116	0.213	-0.051	0.634
Si	31.154	1.613	-0.042	0.326	-0.348	0.629
Si	28.767	3.74	-0.159	-0.213	0.498	0.618
Si	31.8	6.672	-0.378	-0.336	0.189	0.676
Si	28.336	-6.36	-0.168	0.116	-0.147	0.721
Si	31.672	-4.265	-0.144	-0.269	0.347	0.623
Si	-29.632	-0.047	1.466	-0.006	0.037	-0.037
Si	-27.019	2.758	1.298	0.002	-0.002	-0.03
Si	-29.767	5.487	1.169	0.009	-0.009	-0.042
Si	-27.049	8.172	1.372	-0.014	-0.026	-0.048
Si	-29.754	-5.307	1.421	0.031	0.001	-0.008
Si	-27.02	-2.744	1.426	-0.007	0.004	-0.046
Si	-24.3	-0.083	1.46	-0.011	-0.003	-0.039
Si	27.199	2.711	1.239	-0.007	-0.019	-0.058
Si	-24.253	5.477	1.289	0.002	0.009	-0.072
Si	27.204	-8.015	1.084	0	-0.001	-0.074
Si	-24.289	10.835	1.63	0.003	0.005	-0.038
Si	27.182	-2.668	1.294	-0.001	-0.022	-0.041
Si	29.936	-0.023	1.14	-0.008	-0.025	-0.039
Si	-32.427	2.756	1.099	0.021	0.003	0.001
Si	29.994	5.562	0.859	0.034	-0.045	-0.029
Si	-32.462	8.17	1.155	-0.013	0.003	-0.025
Si	29.988	-5.325	1.146	0.006	0.005	-0.054
Si	-32.573	-2.635	1.249	0.013	-0.021	-0.063
Si	-31.138	1.4	2.574	-0.019	0.012	0.022
Si	-28.473	4.086	2.604	0	0.004	0.014
Si	-31.135	6.829	2.569	-0.006	0.019	0.004
Si	-28.449	9.533	2.717	-0.002	0.005	0.019
Si	-31.193	-3.958	2.675	-0.02	0.021	0.034
Si	-28.371	-1.421	2.83	-0.024	-0.03	0.023
Si	-25.692	1.377	2.719	0.004	0.003	0.015
Si	-23.135	4.066	2.823	-0.019	0.011	0.011
Si	-25.647	6.816	2.695	0.001	-0.005	0.031
Si	-22.946	9.395	2.847	0.032	-0.034	0.028
Si	-25.695	12.248	2.853	-0.002	0.028	0.015
Si	25.788	-1.334	2.613	0.001	0.002	0.032
Si	28.603	1.351	2.56	0.004	-0.012	0.034
Si	-33.908	4.169	2.375	-0.034	0.014	0.019
Si	28.629	6.87	2.343	0.019	-0.013	-0.008
Si	-33.936	-6.787	2.47	0.02	0.022	0.006
Si	28.645	-3.999	2.573	-0.013	-0.018	0.011
Si	-33.988	-1.326	2.568	0.01	0.023	0.016
Si	-32.574	0.046	3.899	0.008	-0.016	-0.005
Si	-29.837	2.751	3.992	0.013	-0.019	0.008
Si	-32.576	5.466	3.86	-0.005	-0.009	-0.001
Si	-29.839	8.167	4.015	0	-0.018	0.019
Si	-32.582	-5.429	3.902	-0.011	-0.001	-0.016
Si	-29.842	-2.703	4.115	0.015	-0.021	0.021
Si	-27.059	0.025	4.109	0.005	0.006	0.017
Si	-24.454	2.722	4.195	0.006	-0.027	0.003
Si	-27.098	5.439	3.994	0.014	-0.002	-0.004
Si	-24.375	8.116	4.187	-0.006	0.002	-0.003
Si	-27.111	10.87	4.121	-0.009	-0.003	-0.006
Si	-24.406	-2.723	4.25	-0.012	0.014	0.028
Si	27.218	0.02	3.925	0.005	0.004	-0.003
Si	-35.269	2.785	3.812	0.028	0.004	-0.016
Si	27.279	5.512	3.784	0.002	0.03	0.003
Si	-35.316	8.179	3.82	-0.006	0.001	0.005
Si	27.244	-5.395	3.88	-0.014	0.005	-0.006
Si	-35.306	-2.673	3.965	0.003	-0.01	0.026
Si	-31.355	-1.384	16.303	0.005	0.007	-0.01
Si	-28.653	1.321	16.361	-0.006	-0.011	-0.012
Si	-31.32	4.033	16.299	0.003	0.016	-0.007
Si	-28.631	6.762	16.334	-0.009	0.002	-0.017
Si	-31.338	-6.813	16.296	0.005	0.01	0
Si	-28.64	-4.127	16.352	-0.002	0.01	0
Si	-25.919	-1.393	16.395	-0.01	0.001	-0.008
Si	25.785	1.362	16.105	-0.003	0.003	-0.012
Si	-25.934	4.029	16.399	-0.006	0.003	-0.005
Si	25.856	-9.516	16.065	0.008	0	-0.009
Si	-25.936	9.458	16.401	0.007	-0.01	0
Si	25.819	-4.074	16.088	0.008	-0.006	-0.007
Si	28.535	-1.385	16.14	-0.001	0.015	-0.015
Si	-34.055	1.327	16.227	-0.022	0.011	0.002
Si	28.528	4.088	16.136	-0.009	0.004	-0.01
Si	-34.054	6.772	16.192	0.009	0.002	-0.011
Si	28.553	-6.806	16.134	0.002	0.005	-0.01
Si	-34.03	-4.084	16.222	-0.018	0.016	0.003
Si	-30.056	-0.012	17.711	0.01	0.001	-0.01
Si	-27.294	2.651	17.754	-0.013	0.001	0.003
Si	-29.945	5.366	17.687	0.009	0.006	0.004
Si	-27.317	8.09	17.765	-0.006	-0.01	-0.001
Si	-29.99	-5.491	17.728	-0.002	-0.017	-0.01
Si	-27.299	-2.762	17.725	0.007	0.001	0.017
Si	-24.556	-0.043	17.776	0.012	-0.001	-0.006
Si	27.132	2.735	17.436	0.005	0	0.008
Si	-24.599	5.383	17.783	0.012	0.012	0.024
Si	27.227	-8.214	17.456	0.007	-0.005	-0.007
Si	-24.562	10.829	17.729	-0.006	0.013	0.011
Si	27.137	-2.717	17.469	0.008	0.001	0.007
Si	29.875	-0.077	17.553	-0.007	-0.016	0.003
Si	-32.709	2.666	17.621	0.034	-0.014	0.005
Si	29.842	5.441	17.549	-0.021	-0.003	-0.003
Si	-32.719	-8.216	17.58	-0.011	-0.014	0.013
Si	29.876	-5.456	17.532	0.003	-0.024	0.022
Si	-32.706	-2.753	17.661	0.011	0.008	-0.002
Si	-31.447	1.321	19.105	-0.019	-0.016	-0.029
Si	-28.659	3.976	19.138	-0.009	0.018	-0.007
Si	-31.343	6.756	18.945	0	0.015	-0.029
Si	-28.656	-6.857	19.148	0	0.01	-0.017
Si	-31.38	-4.134	19.058	0.004	0.006	-0.006
Si	-28.691	-1.379	19.047	0.006	-0.027	-0.031
Si	-25.904	1.326	19.133	0.001	0.01	-0.005
Si	25.837	4.141	18.806	0.019	0.009	-0.035
Si	-26.032	6.682	19.165	-0.01	-0.041	-0.001
Si	25.867	-6.848	18.737	-0.004	0.005	-0.04
Si	-25.934	-4.132	19.089	-0.011	0.007	-0.042
Si	-23.237	-1.421	19.159	-0.006	-0.022	0
Si	28.396	1.275	18.757	-0.029	-0.006	-0.037
Si	31.175	4.055	18.88	0.006	0.007	-0.011
Si	28.516	-9.517	18.951	-0.008	0.016	0.001
Si	31.167	-6.874	18.912	-0.012	-0.007	-0.049
Si	28.486	-4.065	18.822	-0.008	0.004	-0.031
Si	31.214	-1.392	19.027	0	0.035	-0.022
Si	32.479	-0.031	20.536	0.008	-0.023	0.057
Si	-30.124	2.692	20.493	-0.001	0.006	0.038
Si	32.509	5.42	20.233	-0.004	-0.007	0.069
Si	-30.037	8.049	20.443	-0.013	-0.011	0.058
Si	32.532	-5.59	20.302	0.023	-0.015	0.014
Si	-30.046	-2.753	20.426	0.023	0.008	0.034
Si	-27.298	-0.04	20.421	-0.005	-0.032	0.053
Si	-24.511	2.655	20.502	0.006	0.012	0.084
Si	-27.297	5.22	20.628	0.063	0.026	0.042
Si	-24.601	8.101	20.367	-0.005	0.006	0.039
Si	-27.27	-5.485	20.494	0.017	0	0.056
Si	-24.613	-2.78	20.516	-0.016	-0.005	0.048
Si	27.035	-0.021	20.209	0.012	0.016	0.065
Si	29.76	2.621	20.047	0.007	-0.028	0.053
Si	27.134	5.48	20.306	-0.017	-0.011	0.05
Si	29.806	-8.151	20.378	0.015	0.004	0.06
Si	27.171	-5.495	20.104	0.003	-0.017	0.066
Si	29.784	-2.773	20.279	-0.01	0.01	0.034
Si	34.155	-1.168	21.807	-0.417	-0.301	-0.61
Si	-28.871	1.118	21.708	0.263	0.319	-0.655
Si	33.858	4.257	21.74	-0.094	-0.328	-0.664
Si	-29.04	6.334	21.738	0.213	0.17	-0.755
Si	33.65	-7.115	21.741	0.162	0.094	-0.697
Si	-28.436	-3.853	21.729	-0.074	-0.162	-0.748
Si	-26.236	-1.622	21.799	0.2	0.095	-0.749
Si	25.855	1.611	21.448	-0.222	-0.271	-0.693
Si	-25.539	4.163	21.996	-0.396	-0.242	-0.705
Si	25.489	6.662	21.529	0.265	0.072	-0.717
Si	-25.63	-6.642	21.754	-0.231	-0.077	-0.728
Si	-23.421	-4.423	21.706	0.096	0.161	-0.733
Si	28.581	-1.182	21.534	-0.152	-0.199	-0.792
Si	30.702	1.142	21.594	0.382	0.087	-0.713
Si	28.214	3.705	21.379	0.153	0.358	-0.78
Si	31.448	-9.324	21.577	-0.134	0.042	-0.684
Si	28.593	-6.543	21.641	-0.083	-0.263	-0.687
Si	30.911	-4.436	21.496	-0.007	0.083	-0.67
Si	-25.433	-5.997	-2.531	0.147	0.156	0.105
Si	31.693	7.867	26.074	-0.067	0.045	-0.06
Si	-30.833	-3.955	25.871	0.046	0.011	-0.022
Si	29.015	-7.232	-3.116	0.032	0.037	0.007
Si	31.663	-3.711	24.307	0.07	-0.008	-0.011
Si	-28.446	6.949	-3.056	-0.073	-0.027	-0.037
Si	24.709	1.581	24.402	0.101	0.074	-0.125
Si	25.432	-3.653	-6.154	-0.019	-0.064	-0.031
Si	-30.939	-5.494	-6.56	-0.096	-0.075	0.029
Si	30.437	5.685	24.277	0.046	0.038	-0.065
Si	24.663	2.843	-2.391	-0.091	0.009	0.228
Si	-30.8	-1.276	24.882	-0.042	0.169	-0.2
Si	31.934	-8.136	-3.23	0.008	0.022	0.209
Si	-28.185	-6.341	-6.862	-0.127	0.041	-0.024
Si	-27.926	3.735	26.124	-0.078	0.036	-0.091
Si	-25.321	2.826	24.948	0.056	0.069	-0.127
Si	-29.352	-2.557	-2.095	-0.003	-0.007	0.039
Si	-25.683	6.378	-4.226	0.079	-0.08	0.043
Si	26.504	4.429	-4.438	0.014	-0.008	-0.046
Si	26.628	-7.764	23.861	0.02	-0.011	-0.241
Si	-22.935	6.331	-2.97	0.017	0.032	0.055
Si	27.719	6.305	25.481	-0.043	-0.082	0.059
Si	-32.274	1.156	-4.713	-0.071	0.022	0.016
Si	-31.369	-3.686	-4.01	0.017	-0.083	-0.009
Si	-29.703	-5.78	23.842	-0.009	0.028	-0.117
Si	-27.927	-5.366	-4.009	-0.178	0.105	0.032
Si	28.481	3.018	-3.096	0.018	-0.032	0.092
Si	-29.361	1.487	24.549	0.079	-0.052	-0.006
Si	24.255	-7.732	-4.193	-0.192	-0.179	0.03
Si	-30.164	4.407	-3.19	-0.091	-0.045	0.067
Si	30.525	1.365	-6.21	-0.024	-0.011	0.011
Si	29.798	2.933	23.816	-0.098	-0.034	-0.14
Si	-30.81	-6.213	-2.777	0.136	-0.035	-0.025
Si	31.097	3.303	-4.242	0.062	-0.075	0.014
Si	-28.229	0.311	-2.602	-0.092	0.022	0.068
Si	19.535	3.585	-7.13	0.05	-0.063	-0.042
Si	-27.077	-7.378	24.405	0.022	-0.005	-0.062
Si	28.569	-2.218	-3.064	0.031	0.048	0.129
Si	27.741	-4.696	-4.567	0.014	-0.004	-0.01
Si	23.344	-2.223	-4.851	-0.079	-0.047	-0.058
Si	32.589	5.647	-4.691	0.04	-0.047	-0.065
Si	-29.913	8.137	-5.573	0.019	0.13	-0.013
Si	-17.885	-1.708	26.028	0.021	0.053	-0.015
Si	27.956	0.426	-4.629	0.129	0.133	0.108
Si	26.687	7.189	-3.211	0.038	-0.107	0.156
Si	-23.276	-1.845	26.161	-0.094	-0.005	-0.178
Si	32.591	0.01	-1.975	0.041	0.086	-0.123
Si	-28.41	6.557	24.788	-0.03	-0.223	0.053
Si	-31.892	3.266	24.588	0.052	0.081	-0.087
Si	31.434	-2.665	-2.764	0.109	-0.117	0.055
Si	27.005	-2.76	23.746	-0.067	-0.041	-0.139
Si	26.348	-0.794	-6.781	0.018	-0.083	-0.028
Si	20.474	-6.3	-6.957	-0.002	-0.131	-0.105
Si	-14.931	-1.831	25.009	0.034	0.083	-0.129
Si	-31.247	-1.303	5.353	-0.015	0.025	0
Si	-28.503	1.379	5.394	0.005	0.02	0.005
Si	-31.24	4.117	5.297	-0.029	-0.003	-0.007
Si	-28.479	6.795	5.367	0.017	0.01	-0.005
Si	-31.242	9.536	5.319	0.003	0.023	0.001
Si	-28.507	12.222	5.456	0.001	-0.004	-0.004
Si	-25.776	-1.335	5.541	-0.003	0.016	0.003
Si	-23.105	1.376	5.587	-0.008	0.005	0.008
Si	-25.839	4.091	5.482	-0.026	0.007	0.003
Si	25.897	6.835	5.201	0	-0.021	-0.007
Si	-25.768	9.506	5.49	0.018	0.012	0.008
Si	25.846	-4.057	5.236	0.001	-0.001	0
Si	-36.697	-1.327	5.293	-0.01	0.003	0.013
Si	-33.944	1.42	5.24	-0.017	0.007	-0.004
Si	-36.662	4.128	5.178	-0.012	-0.014	0.007
Si	-33.955	6.825	5.219	0.004	0.005	-0.003
Si	-36.677	-6.788	5.218	0.012	0.007	-0.003
Si	-33.943	-4.073	5.283	0.007	0.003	0.016
Si	-29.887	0.024	6.742	0.001	0.004	0
Si	-27.194	2.721	6.821	0	-0.007	0.001
Si	-29.881	5.445	6.704	0.008	-0.008	-0.006
Si	-27.164	8.138	6.799	0.003	-0.01	-0.007
Si	-29.9	10.858	6.753	0.002	-0.011	0.002
Si	-27.174	-2.722	6.832	0.003	-0.002	0
Si	-24.454	0.005	6.931	0.001	0.001	0.006
Si	27.26	2.774	6.588	0.006	-0.003	-0.007
Si	24.535	5.489	6.606	-0.001	0.003	0
Si	27.24	-8.138	6.593	0.003	0	-0.007
Si	24.496	-5.418	6.608	0	0.001	-0.001
Si	27.208	-2.702	6.618	-0.007	-0.001	-0.003
Si	-35.313	0.048	6.615	-0.003	0	-0.001
Si	-32.597	2.744	6.655	0.009	-0.005	0.004
Si	-35.318	5.464	6.589	0.006	-0.004	-0.001
Si	-32.617	8.164	6.646	-0.006	-0.003	-0.001
Si	-35.327	-5.437	6.617	0.004	-0.008	0.004
Si	-32.605	-2.708	6.675	0.003	-0.017	-0.007
Si	-31.265	1.388	8.069	0.003	0.008	0.002
Si	-28.571	4.089	8.137	0	-0.013	-0.001
Si	-31.259	6.811	8.042	-0.002	0.009	-0.008
Si	-28.548	9.502	8.134	-0.009	0.007	-0.011
Si	-31.264	-4.071	8.072	0.001	0.006	-0.002
Si	-28.559	-1.351	8.144	-0.002	0.001	-0.008
Si	-25.852	1.369	8.227	0.004	0.003	-0.002
Si	25.881	4.11	7.962	0.002	0.009	-0.003
Si	-25.844	6.791	8.217	-0.008	0.004	-0.006
Si	25.865	-6.785	7.957	-0.008	0.001	0
Si	-25.835	-4.086	8.22	0.003	0.001	-0.004
Si	25.85	-1.331	7.966	0.008	0.002	-0.003
Si	28.595	1.398	7.972	0.005	0.012	0.002
Si	-33.976	4.104	7.993	-0.004	0	-0.002
Si	28.594	6.814	7.962	-0.006	0	-0.004
Si	-33.978	-6.794	8.005	-0.007	0.01	-0.004
Si	28.581	-4.07	7.969	-0.017	-0.003	-0.005
Si	-33.981	-1.336	8.005	0.002	0.005	-0.008
Si	-32.628	0.002	9.403	0.007	-0.009	0
Si	-29.926	2.717	9.481	-0.003	0.004	0.008
Si	-32.623	5.442	9.392	0.003	-0.01	-0.001
Si	-29.922	8.142	9.466	0.012	-0.005	-0.002
Si	-32.633	-5.445	9.403	-0.003	-0.003	0.002
Si	-29.922	-2.73	9.475	0.001	-0.004	0.004
Si	-27.216	-0.014	9.55	0	0.004	0.003
Si	24.499	2.747	9.314	0.003	-0.003	-0.006
Si	-27.219	5.421	9.541	0.003	-0.001	0.002
Si	24.5	-8.134	9.326	-0.001	-0.002	0.004
Si	-27.213	-5.463	9.536	-0.004	-0.001	-0.001
Si	24.485	-2.696	9.32	-0.001	0.009	0.002
Si	27.221	0.025	9.321	-0.004	-0.008	0
Si	29.948	2.737	9.357	0.002	-0.003	0.003
Si	27.232	5.46	9.334	0.005	-0.008	0.002
Si	29.941	-8.16	9.355	-0.001	-0.006	0.003
Si	27.22	-5.428	9.328	0.005	-0.005	0.007
Si	29.932	-2.709	9.349	-0.003	-0.001	-0.002
Si	-31.291	-1.358	10.804	-0.004	0.005	0
Si	-28.588	1.353	10.878	-0.004	0.002	0.001
Si	-31.296	4.084	10.809	0.003	0.001	0
Si	-28.589	6.788	10.873	-0.01	0.003	0.002
Si	-31.286	9.518	10.8	0.001	0.008	-0.005
Si	-28.581	-4.091	10.869	0.001	0.005	-0.002
Si	-25.871	-1.376	10.942	0.003	-0.001	0.001
Si	25.85	1.377	10.678	0.004	-0.002	-0.001
Si	23.124	4.1	10.673	0.001	0.001	0
Si	25.853	-9.505	10.683	-0.002	0.002	0
Si	23.124	-6.778	10.677	0.007	-0.003	-0.005
Si	25.851	-4.061	10.675	-0.006	-0.002	0
Si	28.567	-1.345	10.699	-0.005	0.009	-0.002
Si	-33.997	1.366	10.746	-0.001	0.004	-0.003
Si	28.58	4.094	10.708	-0.002	0.003	0.001
Si	-33.987	6.804	10.741	-0.004	0.007	-0.006
Si	28.573	-6.793	10.699	-0.004	0.001	-0.002
Si	-34	-4.072	10.738	0.001	0	-0.004
Si	-29.949	-0.025	12.214	0.002	-0.007	0.005
Si	-27.24	2.693	12.276	0.008	0.002	0.002
Si	-29.951	5.42	12.214	0.004	-0.005	0.003
Si	-27.242	8.13	12.27	0.004	-0.005	0.004
Si	-29.946	10.859	12.207	0.001	-0.003	-0.001
Si	-27.241	-2.751	12.275	-0.006	-0.007	0.003
Si	-24.523	-0.031	12.335	0.009	0.001	0.003
Si	27.21	2.724	12.047	0.001	0.001	-0.002
Si	24.481	5.456	12.035	0.002	-0.004	0
Si	27.207	-8.15	12.048	-0.002	-0.007	0.006
Si	24.484	-5.416	12.03	-0.003	0.004	0.004
Si	27.206	-2.711	12.051	0.003	-0.001	0.004
Si	-35.364	-0.001	12.092	0.006	-0.004	0
Si	-32.649	2.7	12.147	0.002	0	-0.002
Si	-35.342	5.434	12.09	0.007	-0.003	0.001
Si	-32.644	8.146	12.143	0.004	-0.007	-0.001
Si	-35.354	-5.446	12.082	-0.009	-0.001	-0.001
Si	-32.655	-2.731	12.14	0.001	-0.003	0.003
Si	-31.316	1.339	13.551	0.001	0.005	0.001
Si	-28.609	4.06	13.607	-0.011	0.006	0
Si	-31.319	6.784	13.553	-0.001	0.012	0.004
Si	-28.614	9.494	13.605	-0.009	0.011	0.003
Si	-31.31	-4.083	13.539	-0.003	0.002	0.003
Si	-28.612	-1.386	13.615	0.006	0.001	0.002
Si	-25.903	1.33	13.671	-0.005	0.008	0.007
Si	25.834	4.079	13.384	0.005	-0.004	-0.002
Si	-25.892	6.771	13.657	0.006	-0.003	0.003
Si	25.835	-6.785	13.389	-0.002	0.008	0.002
Si	-25.902	-4.111	13.669	0.003	0.001	0.001
Si	-23.163	-1.39	13.707	-0.002	-0.002	0
Si	-36.729	1.368	13.436	-0.008	0.005	-0.001
Si	-34.009	4.066	13.487	0.008	-0.012	0.003
Si	-36.714	6.808	13.41	-0.002	0.002	-0.003
Si	-34.001	9.526	13.476	-0.005	0.003	-0.002
Si	-36.725	-4.086	13.419	0.008	-0.009	-0.003
Si	-34.023	-1.367	13.478	-0.013	0.008	0.001
Si	-32.686	-0.033	14.888	0.011	-0.018	0.006
Si	-29.966	2.682	14.943	0.015	0	0.014
Si	-32.666	5.394	14.895	-0.005	-0.011	-0.002
Si	-29.979	8.129	14.953	0.002	-0.012	0.004
Si	-32.661	-5.451	14.885	0.005	-0.006	0.011
Si	-29.977	-2.752	14.963	-0.007	-0.002	-0.003
Si	-27.274	-0.038	15.015	-0.005	-0.004	-0.002
Si	-24.549	2.673	15.057	0.004	-0.005	0.003
Si	-27.256	5.401	14.999	0.005	0.006	-0.005
Si	-24.547	8.115	15.05	-0.003	-0.002	0.001
Si	-27.271	10.83	15.008	0.002	-0.01	0.008
Si	-24.547	-2.75	15.041	0.014	-0.004	0.007
Si	27.188	0.005	14.784	0.009	0	0.007
Si	-35.375	2.703	14.829	0.005	0.011	-0.002
Si	27.201	5.433	14.732	0.004	-0.006	0
Si	-35.366	8.15	14.797	-0.006	-0.007	0.005
Si	27.193	-5.446	14.764	-0.003	0.001	0.003
Si	-35.38	-2.749	14.811	-0.001	-0.01	0.006
Si	-14.783	-1.522	0.206	-0.079	0.082	0.6
Si	-11.987	1.229	0.288	-0.359	0.229	0.638
Si	-15.48	4.181	0.075	0.422	-0.132	0.647
Si	-11.948	6.686	0.173	-0.37	0.036	0.634
Si	-15.243	9.844	0.225	0.193	-0.227	0.697
Si	-12.607	-3.782	0.221	0.098	0.033	0.658
Si	-9.733	-1.037	0.209	0.206	-0.399	0.599
Si	-6.699	0.911	0.082	-0.124	0.293	0.724
Si	-9.97	4.231	0.179	0.268	-0.149	0.675
Si	-7.123	6.769	0.067	0.287	-0.113	0.639
Si	-9.272	-7.297	0.392	0.024	0.132	0.779
Si	-22.626	11.96	0.473	-0.082	-0.042	0.711
Si	-20.54	-1.241	0.187	0.262	-0.083	0.706
Si	-18.243	1.955	0.393	0.005	-0.176	0.862
Si	-20.383	4.151	0.592	-0.035	-0.022	0.526
Si	-17.454	6.585	0.372	-0.057	0.139	0.759
Si	-20.341	9.914	0.307	0.013	-0.288	0.657
Si	-17.361	-4.16	0.448	-0.209	0.065	0.747
Si	-13.652	0.08	1.463	-0.005	-0.032	-0.062
Si	-10.94	2.742	1.687	0.022	0.02	-0.037
Si	-13.682	5.401	1.232	-0.018	-0.012	-0.056
Si	-10.856	8.008	1.742	-0.02	-0.035	-0.006
Si	-13.633	10.911	1.554	0.039	0.012	-0.055
Si	-10.894	-2.714	1.404	-0.012	-0.007	-0.049
Si	-8.195	-0.027	1.625	0.023	0.011	-0.046
Si	-21.825	2.631	1.539	-0.017	-0.043	-0.043
Si	-8.254	5.27	1.432	-0.035	0.003	-0.038
Si	-21.518	8.139	1.374	-0.021	0.032	-0.053
Si	-8.207	-5.579	1.532	-0.013	0.019	-0.076
Si	-21.553	-2.73	1.695	0.01	0.009	-0.056
Si	-19.072	0.05	1.492	0.036	-0.017	-0.08
Si	-16.486	2.82	1.685	0.014	0.006	-0.057
Si	-18.955	5.502	1.797	0	-0.005	-0.047
Si	-16.273	8.196	1.57	-0.002	0.004	-0.036
Si	-18.93	-5.303	1.748	0.011	0.008	-0.044
Si	-16.197	-2.641	1.705	0.021	0.022	-0.054
Si	-15.032	1.387	2.858	0.017	-0.017	-0.008
Si	-12.395	4.12	2.841	-0.031	0.052	0.012
Si	-14.896	6.768	2.81	0.022	-0.038	0.015
Si	-12.254	9.507	2.879	-0.025	0.027	-0.001
Si	-14.911	-4.08	3.022	0.01	-0.016	0.027
Si	-12.228	-1.31	2.818	0.001	0.005	0.014
Si	-9.501	1.398	2.95	0.001	-0.009	0.007
Si	-6.834	3.954	2.751	0.022	0.011	0.009
Si	-9.503	6.605	2.97	0.028	-0.012	0.033
Si	-6.81	-6.938	2.83	0.006	-0.048	0.027
Si	-9.59	-4.136	2.789	-0.01	0.018	-0.003
Si	-23.024	-1.394	2.922	-0.021	0.005	0.027
Si	-20.425	1.333	2.929	-0.007	0.016	0.04
Si	-17.667	4.141	3.146	-0.016	-0.008	0.048
Si	-20.338	6.9	2.979	-0.012	0.019	0.027
Si	-17.631	-6.806	2.975	-0.007	-0.007	0.009
Si	-20.257	-4.01	3.109	-0.002	0	0.045
Si	-17.663	-1.265	2.894	-0.033	-0.019	0.006
Si	-16.315	0.035	4.278	0.002	0.003	0.006
Si	-13.672	2.732	4.23	-0.005	0.038	-0.003
Si	-16.235	5.511	4.327	0	0.035	-0.006
Si	-13.587	8.124	4.23	-0.001	-0.024	-0.014
Si	-16.287	-5.447	4.333	-0.006	0.027	-0.003
Si	-13.525	-2.683	4.267	0.012	-0.002	-0.011
Si	-10.892	0.005	4.234	-0.012	-0.015	-0.012
Si	-8.135	2.715	4.264	-0.018	-0.008	0.022
Si	-10.959	5.351	4.271	0.013	-0.02	-0.009
Si	-8.159	8.062	4.229	-0.007	0.01	-0.004
Si	-10.902	10.863	4.22	0.011	0.001	0.026
Si	-8.261	-2.816	4.227	-0.001	-0.005	0.021
Si	-21.732	-0.014	4.304	0.009	-0.007	-0.003
Si	-19.068	2.694	4.322	0.009	-0.028	-0.029
Si	-21.739	5.432	4.19	0.012	-0.023	-0.02
Si	-18.992	8.205	4.355	0.015	0.02	0.008
Si	-21.684	-5.478	4.258	-0.025	-0.006	-0.031
Si	-18.926	-2.624	4.366	0.007	0.03	0.009
Si	-14.975	-1.379	16.473	0.003	-0.001	-0.005
Si	-12.249	1.333	16.406	-0.006	0.002	-0.009
Si	-14.999	4.033	16.432	-0.007	-0.002	-0.006
Si	-12.206	6.796	16.433	0.019	-0.011	-0.007
Si	-14.957	9.529	16.471	0.007	0.009	0.005
Si	-12.254	12.247	16.474	-0.003	-0.014	0.001
Si	-9.494	-1.377	16.426	0.014	-0.01	-0.005
Si	-23.181	1.308	16.419	-0.002	0.007	-0.002
Si	-9.479	4.072	16.42	0.026	0.001	-0.019
Si	-23.21	6.728	16.418	0	-0.003	-0.008
Si	-9.524	9.532	16.376	-0.001	-0.007	-0.016
Si	-23.192	-4.117	16.4	-0.01	-0.002	-0.011
Si	-20.44	-1.406	16.448	0.003	0	-0.006
Si	-17.698	1.303	16.479	-0.004	0.001	-0.009
Si	-20.443	4.026	16.448	-0.002	0.007	-0.006
Si	-17.724	6.759	16.469	-0.022	-0.012	0.001
Si	-20.46	-6.855	16.418	-0.015	0.004	-0.013
Si	-17.708	-4.107	16.448	0.004	-0.007	-0.004
Si	-13.631	0.031	17.802	0.003	0.01	0.008
Si	-10.829	2.651	17.722	-0.014	-0.002	-0.007
Si	-13.597	5.399	17.713	0.005	0.01	0
Si	-10.866	8.213	17.776	-0.011	0.016	-0.005
Si	-13.604	10.892	17.869	0.002	0.003	-0.011
Si	-10.868	-2.701	17.797	-0.004	0.014	0.021
Si	-8.142	-0.028	17.804	-0.006	0	-0.003
Si	-21.809	2.649	17.782	0.028	-0.002	0.013
Si	-8.112	5.451	17.766	0.001	-0.007	-0.003
Si	-21.795	8.047	17.752	0.015	-0.002	-0.007
Si	-8.148	-5.454	17.714	-0.002	0.004	0.014
Si	-21.858	-2.745	17.775	0.026	-0.006	-0.016
Si	-19.029	-0.108	17.826	0.005	-0.014	-0.003
Si	-16.34	2.672	17.838	0.018	-0.013	-0.004
Si	-19.081	5.365	17.832	0.009	0.003	-0.018
Si	-16.359	8.165	17.775	-0.001	0.005	0.019
Si	-19.12	-5.462	17.755	-0.013	-0.013	-0.004
Si	-16.33	-2.768	17.822	-0.017	0.011	-0.006
Si	-14.993	1.335	19.244	0.002	-0.016	-0.009
Si	-12.227	3.988	19.002	-0.03	0.012	-0.015
Si	-14.928	6.798	19.041	-0.017	0.005	-0.038
Si	-12.213	9.541	19.211	0.021	-0.001	-0.03
Si	-14.987	12.245	19.241	0.007	-0.022	0.007
Si	-12.217	-1.268	19.127	0.03	-0.002	-0.031
Si	-9.523	1.318	19.164	0.008	0.002	0
Si	-23.194	4.027	19.107	-0.007	-0.026	-0.032
Si	-9.441	6.904	19.085	0.048	0.018	-0.003
Si	-23.192	9.411	19.022	-0.007	0.002	-0.008
Si	-9.499	-4.113	19.098	-0.003	0.021	-0.025
Si	-6.774	-1.393	19.155	-0.001	-0.003	-0.012
Si	-20.431	1.246	19.112	-0.02	0.025	-0.045
Si	-17.712	4.004	19.203	-0.018	0.008	-0.009
Si	-20.468	6.695	19.183	-0.023	0.009	-0.016
Si	-17.783	9.508	19.116	0.029	-0.004	-0.014
Si	-20.492	-4.104	19.107	0.009	0.009	-0.014
Si	-17.662	-1.466	19.244	-0.023	0.019	-0.02
Si	-16.3	-0.103	20.657	0.026	0.012	0.032
Si	-13.518	2.707	20.503	0.006	-0.005	0.058
Si	-16.257	5.427	20.396	0	0.001	0.065
Si	-13.642	8.165	20.481	-0.018	0.035	0.055
Si	-16.459	10.882	20.523	-0.021	0.011	0.054
Si	-13.561	-2.621	20.465	-0.01	0.005	0.053
Si	-10.894	0.053	20.613	-0.015	-0.017	0.054
Si	-8.185	2.7	20.479	0.028	-0.002	0.062
Si	-10.923	5.48	20.198	-0.036	0.023	0.051
Si	-8.002	8.195	20.52	0.001	-0.024	0.046
Si	-10.795	-5.437	20.559	-0.018	-0.031	0.049
Si	-8.169	-2.758	20.485	-0.009	0.001	0.063
Si	-21.818	-0.101	20.474	0.048	0.008	0.052
Si	-19.066	2.556	20.52	0.003	-0.025	0.054
Si	-21.855	5.332	20.54	0.036	0.034	0.064
Si	-19.103	8.088	20.49	-0.011	-0.029	0.042
Si	-21.866	10.791	20.367	-0.013	0.007	0.023
Si	-19.121	-2.822	20.548	0.011	-0.013	0.046
Si	-14.57	-1.106	21.973	-0.209	-0.115	-0.711
Si	-12.417	1.252	22.032	0.246	0.175	-0.627
Si	-14.618	4.372	21.69	-0.148	-0.122	-0.743
Si	-12.4	6.557	21.631	0.087	0.223	-0.686
Si	-15.336	9.254	21.725	0.199	0.049	-0.726
Si	-11.978	-3.754	21.719	-0.006	-0.209	-0.712
Si	-9.744	-1.607	21.806	0.137	0.138	-0.753
Si	-22.936	1.468	21.778	-0.137	-0.106	-0.772
Si	-9.36	4.456	21.528	-0.242	-0.503	-0.599
Si	-23.502	6.565	21.719	0.29	0.095	-0.697
Si	-9.146	9.752	21.859	-0.171	-0.147	-0.687
Si	-6.991	-4.318	21.788	0.091	0.148	-0.754
Si	-20.318	-1.278	21.837	-0.172	-0.225	-0.693
Si	-18.012	0.924	21.902	0.202	0.256	-0.675
Si	-20.712	3.637	21.762	0.048	0.203	-0.723
Si	-17.408	6.964	21.694	-0.178	-0.02	-0.7
Si	-20.354	9.645	21.727	-0.195	-0.273	-0.634
Si	-18.101	11.883	21.933	0.332	0.29	-0.657
Si	-8.609	0.256	-2.149	-0.008	-0.001	0.162
Si	-27.011	-2.658	-5.177	0.005	-0.088	-0.037
Si	-13.339	-4.33	26.161	-0.055	0.011	0.08
Si	-18.514	-7.757	-1.81	0.206	0.046	0.125
Si	-18.843	-4.226	24.786	0.05	0.016	-0.175
Si	-10.674	3.928	-4.611	-0.021	0.097	-0.078
Si	-24.707	0.056	24.022	-0.014	0.013	-0.12
Si	-20.016	6.99	-4.012	0.141	-0.165	-0.029
Si	-16.656	-7.594	-6.541	0.084	-0.119	-0.039
Si	-20.09	7.034	25.943	-0.081	0.016	0.033
Si	-23.488	1.321	-2.999	0.015	-0.042	0.168
Si	-15.07	0.949	26.075	-0.019	-0.012	0.036
Si	-11.92	5.104	-7.12	0.064	-0.011	-0.031
Si	-11.008	-7.699	-1.91	-0.107	-0.053	-0.008
Si	-15.528	6.679	-4.437	-0.014	0.099	-0.082
Si	-19.573	-6.858	-5.784	-0.063	0.048	0.119
Si	-15.226	-1.608	-5.06	-0.091	0.135	-0.051
Si	-10.795	2.422	-2.058	0.04	0.01	0.18
Si	-19.406	0.302	-6.637	0.011	0.081	0.016
Si	-21.57	7.714	23.622	-0.043	0.075	0.068
Si	-8.606	-7.819	-6.134	0.169	0.077	0.021
Si	-19.432	5.662	23.494	0.027	-0.004	-0.054
Si	-16.684	2.414	-2.076	0.149	0.132	-0.043
Si	-11.85	2.78	24.847	0.022	0.032	-0.161
Si	-13.377	-5.71	23.546	0.021	0.059	-0.041
Si	-12.87	-3.743	-4.959	0.011	0.046	0.054
Si	-24.691	3.986	-2.85	-0.025	0.169	0.084
Si	-14.613	3.656	24.6	0.074	0.153	0.079
Si	-23.658	-6.08	-4.855	0.034	0.076	-0.017
Si	-12.882	7.167	-5.411	-0.046	0.021	-0.082
Si	-9.502	4.625	24.566	0.092	0.022	-0.103
Si	-17.905	0.93	24.899	0.063	-0.008	-0.179
Si	-15.552	-7.236	-2.677	-0.085	0.063	0.085
Si	-21.252	1.884	-4.949	-0.036	0.045	0.007
Si	-13.613	-0.521	-6.987	-0.004	-0.016	-0.101
Si	-27.016	1.251	-6.697	-0.058	0.028	0.134
Si	-11.216	-7.839	23.626	0.095	0.011	-0.013
Si	-18.667	-2.471	-1.912	-0.029	0.095	-0.028
Si	-19.641	-4.024	-4.485	-0.043	-0.13	0.103
Si	-29.502	1.79	-4.9	0.116	0.073	0.05
Si	-14.319	-6.354	-5.33	-0.082	-0.014	0.173
Si	-11.435	-4.924	-2.49	0.088	-0.101	-0.035
Si	-7.668	-3.361	-5.449	0.032	-0.124	-0.011
Si	-22.579	-3.39	-4.319	-0.026	-0.077	0.069
Si	-17.738	4.659	-3.993	-0.145	0.041	0.105
Si	-18.948	3.029	-5.93	-0.057	-0.077	0.045
Si	-4.01	-6.773	24.357	-0.014	-0.042	0.095
Si	-17.971	-2.306	-6.367	0.013	0.117	-0.045
Si	-24.468	-3.761	-6.482	-0.008	0.033	0.022
Si	-16.352	-0.472	-2.411	-0.094	0.131	0.145
Si	-21.564	-3.212	23.977	0.071	0.087	-0.111
Si	-24.262	-3.101	-1.893	-0.162	-0.006	0.045
Si	-25.764	0.017	-4.176	-0.101	-0.02	-0.133
Si	-10.285	6.844	-4.04	0.022	0.029	0.076
Si	-14.94	-1.352	5.604	-0.003	-0.003	-0.003
Si	-12.269	1.368	5.57	0.011	0.006	-0.011
Si	-14.95	4.085	5.658	-0.005	-0.009	0.005
Si	-12.238	6.783	5.614	-0.006	0.002	0.003
Si	-14.933	9.478	5.631	-0.009	-0.011	-0.001
Si	-12.212	-4.085	5.615	0.004	0.008	-0.003
Si	-9.561	-1.396	5.582	0.002	0.001	0.008
Si	-6.795	1.305	5.562	0.022	-0.004	0.009
Si	-9.55	4.026	5.605	-0.009	0.013	0.003
Si	-23.084	6.757	5.583	-0.001	0.007	-0.006
Si	-9.524	9.475	5.549	-0.009	-0.007	-0.01
Si	-23.073	-4.115	5.586	0.01	-0.023	-0.001
Si	-20.366	-1.338	5.677	0	0.003	0.017
Si	-17.677	1.36	5.657	-0.022	-0.006	0
Si	-20.416	4.089	5.615	-0.011	0.015	0.014
Si	-17.635	6.826	5.669	0.008	-0.019	0.016
Si	-20.362	-6.78	5.68	-0.005	0.01	0.009
Si	-17.623	-4.062	5.68	-0.004	-0.011	0.003
Si	-13.603	0.013	6.961	0.002	-0.002	0
Si	-10.896	2.677	6.962	0.004	0.004	0.003
Si	-13.58	5.432	6.996	0.001	-0.004	-0.003
Si	-10.873	8.145	6.946	0	0.007	0.008
Si	-13.577	-5.458	6.961	0.006	0.007	-0.003
Si	-10.878	-2.737	6.982	-0.004	0.002	0.005
Si	-8.172	-0.04	6.916	-0.003	-0.001	-0.001
Si	-21.765	2.726	6.966	0.005	-0.005	-0.01
Si	-24.483	5.413	6.895	0.01	-0.018	-0.007
Si	-21.744	8.133	6.958	0.008	0	-0.012
Si	-24.455	-5.467	6.908	-0.009	0.002	-0.004
Si	-21.734	-2.747	6.965	0.005	0.002	-0.009
Si	-19.019	0.009	7.028	-0.004	-0.004	0.002
Si	-16.326	2.73	6.999	0	0.014	-0.002
Si	-19.027	5.434	6.966	0.009	-0.004	-0.011
Si	-16.294	8.167	7.029	-0.007	0.009	-0.01
Si	-19.013	-5.415	7.019	-0.01	0.015	-0.005
Si	-16.267	-2.709	7.006	0.005	-0.02	-0.001
Si	-14.96	1.358	8.335	-0.007	0	-0.01
Si	-12.226	4.059	8.332	0.009	0.009	-0.005
Si	-14.947	6.781	8.358	-0.007	-0.003	-0.005
Si	-12.226	-6.819	8.316	0.012	-0.001	-0.011
Si	-14.931	-4.102	8.338	-0.007	0.004	-0.004
Si	-12.249	-1.367	8.315	0.005	-0.01	-0.003
Si	-9.524	1.317	8.292	-0.022	-0.019	-0.007
Si	-23.143	4.072	8.293	-0.006	-0.005	0.001
Si	-9.506	6.777	8.285	0.017	0.014	0
Si	-23.119	9.495	8.29	-0.003	0.007	0.001
Si	-9.507	-4.114	8.298	0.004	0.004	-0.003
Si	-23.113	-1.374	8.29	0.003	0.009	-0.009
Si	-20.409	1.368	8.337	0.012	0.01	-0.003
Si	-17.691	4.077	8.346	-0.011	-0.006	0.006
Si	-20.391	6.784	8.324	-0.004	-0.003	-0.004
Si	-17.67	-6.797	8.363	0.014	0.007	-0.002
Si	-20.396	-4.082	8.356	0.001	-0.011	0.001
Si	-17.661	-1.372	8.355	-0.011	0.004	-0.007
Si	-16.313	-0.004	9.699	0.004	-0.001	-0.001
Si	-13.599	2.712	9.689	0.003	0.005	-0.005
Si	-16.324	5.428	9.702	-0.006	-0.002	-0.003
Si	-13.584	-8.169	9.689	-0.001	0.009	-0.003
Si	-16.307	-5.443	9.703	-0.009	0.004	0.001
Si	-13.59	-2.731	9.685	0.003	-0.005	0.003
Si	-10.881	-0.02	9.666	0.016	0.008	0.002
Si	-24.504	2.701	9.624	0.001	0	0.004
Si	-10.863	5.428	9.665	0.003	-0.009	0
Si	-24.499	8.134	9.614	0.007	-0.004	-0.002
Si	-10.869	-5.46	9.664	-0.009	0	0.005
Si	-24.492	-2.742	9.615	0.002	0	-0.002
Si	-21.769	-0.018	9.664	0.007	-0.014	-0.002
Si	-19.052	2.716	9.696	-0.004	0.004	0.005
Si	-21.776	5.423	9.654	0.003	-0.006	-0.006
Si	-19.042	8.143	9.691	-0.001	0.005	-0.009
Si	-21.771	-5.468	9.668	0.01	0.005	-0.001
Si	-19.034	-2.728	9.703	-0.002	-0.004	0.003
Si	-14.96	-1.379	11.042	-0.007	-0.009	-0.003
Si	-12.238	1.341	11.028	0.001	-0.006	-0.007
Si	-14.963	4.064	11.051	-0.009	0.002	0
Si	-12.226	-9.536	11.034	0	0.005	-0.005
Si	-14.956	-6.818	11.046	-0.002	-0.001	-0.003
Si	-12.23	-4.101	11.024	0.015	0.005	-0.001
Si	-9.512	-1.383	11.003	-0.019	-0.012	0.001
Si	-23.154	1.336	10.997	-0.003	0.005	-0.004
Si	-25.878	4.069	10.943	-0.001	-0.003	-0.001
Si	-23.149	6.779	10.992	0.003	0.003	-0.002
Si	-25.876	-6.816	10.936	-0.002	0.009	-0.005
Si	-23.15	-4.103	10.996	0	-0.002	0
Si	-20.416	-1.373	11.036	0.01	0.01	0
Si	-17.692	1.346	11.043	-0.012	0.003	0.001
Si	-20.432	4.064	11.032	-0.005	0.005	0.003
Si	-17.693	6.78	11.055	0.004	-0.003	0.004
Si	-20.419	9.493	11.036	-0.004	-0.002	0.005
Si	-17.683	-4.098	11.054	0.003	-0.002	0.005
Si	-13.596	-0.021	12.388	0.003	0.003	-0.002
Si	-10.875	2.709	12.368	-0.005	0.003	0
Si	-13.601	5.435	12.395	0.008	0.001	-0.008
Si	-10.868	8.149	12.383	0.005	0.004	0.003
Si	-13.6	-5.448	12.388	-0.005	0	-0.005
Si	-10.872	-2.735	12.364	0.006	-0.003	0.007
Si	-8.149	-0.014	12.345	0.004	0.005	0.002
Si	-21.796	2.687	12.369	0.005	-0.003	0
Si	-24.518	5.407	12.327	0.004	0.002	-0.004
Si	-21.799	8.128	12.371	0.004	-0.003	-0.003
Si	-24.529	-5.47	12.327	0.005	-0.003	-0.002
Si	-21.79	-2.751	12.365	0.007	-0.003	-0.001
Si	-19.058	-0.017	12.393	0.003	-0.002	0.001
Si	-16.332	2.701	12.398	0.004	-0.003	-0.001
Si	-19.072	5.413	12.394	-0.011	-0.007	-0.002
Si	-16.323	8.14	12.401	-0.005	0.01	0.003
Si	-19.053	-5.472	12.393	0.002	0.002	-0.003
Si	-16.329	-2.73	12.4	-0.004	0.003	0.002
Si	-14.97	1.329	13.739	0.002	-0.004	0.008
Si	-12.233	4.071	13.732	-0.01	0.009	0.002
Si	-14.969	6.782	13.766	0.002	-0.005	0.001
Si	-12.242	9.511	13.735	0.001	0.008	0.002
Si	-14.966	-4.091	13.747	-0.001	-0.002	0.003
Si	-12.237	-1.39	13.732	0.008	-0.01	-0.002
Si	-9.515	1.342	13.71	0	0.002	0.006
Si	-23.178	4.036	13.708	0	0.005	-0.002
Si	-9.49	6.779	13.71	0.009	-0.016	0
Si	-23.183	-6.834	13.703	-0.006	0.012	0.001
Si	-9.513	12.232	13.713	-0.006	0.003	-0.001
Si	-6.776	-1.378	13.682	0.002	-0.016	0.006
Si	-20.433	1.334	13.738	0.001	0	-0.002
Si	-17.713	4.045	13.749	-0.01	0.008	0.001
Si	-20.451	6.763	13.74	-0.005	0.004	0.007
Si	-17.692	9.489	13.756	0.004	-0.011	0.006
Si	-20.434	-4.117	13.729	0.006	-0.007	0.006
Si	-17.704	-1.38	13.751	-0.009	0.006	0.007
Si	-16.333	-0.028	15.105	0.001	0	0.004
Si	-13.608	2.705	15.072	0.004	0.004	-0.003
Si	-16.359	5.411	15.099	0.008	0.001	-0.003
Si	-13.598	8.157	15.108	0.002	0.008	0.006
Si	-16.326	-5.454	15.1	-0.008	0.001	-0.006
Si	-13.61	-2.728	15.105	0.004	0.005	0.005
Si	-10.871	-0.029	15.07	-0.011	0.006	0.002
Si	-8.14	2.704	15.048	-0.009	0.011	0
Si	-10.853	5.43	15.074	0	0.003	-0.007
Si	-8.136	8.147	15.061	0.005	0.002	0.001
Si	-10.898	10.901	15.073	-0.001	0.003	0.004
Si	-8.138	-2.727	15.05	-0.002	0.003	0
Si	-21.797	-0.04	15.078	0.013	0.001	0.002
Si	-19.063	2.671	15.112	-0.004	-0.001	0.003
Si	-21.818	5.38	15.081	0.004	0.002	0.004
Si	-19.073	8.115	15.088	0.001	0.008	0.001
Si	-21.819	-5.484	15.063	0.009	-0.003	-0.006
Si	-19.075	-2.755	15.088	-0.001	-0.005	-0.001
O	-7.208	0.917	23.127	-0.201	-0.059	0.417
O	1.28	-1.028	23.604	-0.109	-0.357	0.165
O	2.924	0.303	22.127	0.138	0.089	0.355
O	8.36	5.656	21.942	-0.031	-0.029	0.322
O	-2.505	1.314	-5.796	0.34	0.109	-0.244
O	4.939	0.387	-5.996	-0.529	0.295	0.24
O	1.889	2.021	-3.441	-0.161	-0.649	-0.157
O	-0.127	-5.454	-0.378	0.086	0.012	-0.239
O	1.664	-5.973	22.886	-0.167	0.293	0.203
O	-5.609	-5.463	-0.386	-0.029	0.158	-0.03
O	-6.395	6.422	23.238	0.475	0.059	0.057
O	-10.03	-1.308	-4.801	-0.508	-0.189	0.464
O	2.852	5.438	22.163	0.194	0.095	0.384
O	-3.612	6.073	24.418	-0.511	0.188	-0.114
O	0.038	5.27	-0.423	0.185	-0.011	-0.494
O	-2.735	-5.538	21.864	0.107	0.068	0.366
O	4.634	7.145	23.122	0.413	-0.192	0.527
O	4.171	-4.827	-1.184	-0.41	-0.08	-0.086
O	3.68	-4.198	23.045	-0.112	0.347	0.399
O	2.626	-7.802	-3.409	-0.047	0.057	-0.117
O	8.225	-5.481	22.25	0.257	-0.176	0.386
O	-0.564	2.482	-4.451	0.271	0.467	0.108
O	-0.774	1.128	-1.19	0.581	0.082	-0.18
O	-6.707	5.938	-1.307	-0.18	-0.191	-0.478
O	-12.093	6.675	-6.739	0.437	0.371	-0.643
O	-5.446	2.647	22.151	-0.274	0.294	0.473
O	5.519	5.33	-0.459	-0.017	0.098	-0.236
O	7.939	3.337	25.519	0.276	-0.637	0.079
O	-4.114	-2.239	-1.173	-0.19	-0.483	-0.158
O	-2.679	0.035	22.271	-0.017	-0.082	0.289
O	-2.357	0.968	-3.256	-0.408	-0.218	-0.093
O	1.759	-7.165	-1.065	0.18	-0.523	-0.039
O	13.752	-2.942	26.15	0.107	-0.085	0.298
O	2.311	-5.297	-7.048	0.159	0.165	-0.06
O	-4.685	4.23	-1.103	-0.291	-0.184	-0.068
O	8.18	1.151	-4.376	0.477	-0.298	0.363
O	-0.931	1.874	23.009	-0.116	0.062	0.211
O	-9.529	2.987	-5.227	0.074	-0.211	0.033
O	-2.402	-3.058	25.429	0.401	0.382	0.126
O	6.404	-6.228	-1.166	0.348	-0.288	-0.276
O	-7.852	-5.994	-2.987	-0.284	-0.368	0.194
O	8.013	-8.072	-0.331	-0.215	-0.032	-0.632
O	4.588	2.409	22.544	0.174	0.44	-0.369
O	10.776	-0.05	-0.579	-0.176	0.04	-0.263
O	-1.315	6.588	23.32	0.411	-0.609	0.229
O	-2.755	2.644	-0.342	0.096	-0.116	-0.513
O	6.991	7.038	-6.359	-0.11	-0.426	0.625
O	-4.352	6.66	-2	0.446	-0.049	0.25
O	-4.434	-1.753	23.154	0.371	0.164	0.183
O	-9.778	3.38	-1.207	0.454	-0.022	-0.336
O	2.654	-2.857	-0.329	-0.097	0.117	-0.477
O	9.146	-0.09	-6.486	-0.049	-0.214	0.307
O	-0.065	-0.368	-3.36	-0.045	0.111	-0.696
O	-1.459	7.153	-4.485	0.304	-0.19	-0.394
O	-1.343	6.921	-1.762	-0.365	0.369	-0.364
O	5.273	-0.068	-0.405	-0.121	-0.097	-0.418
O	1.558	-5.403	-2.983	0.116	0.227	0.387
O	-1.502	-2.48	-5.733	0.328	0.025	0.445
O	0.88	-1.249	-1.188	-0.178	0.192	-0.038
O	-1.897	-1.129	-1.69	0.341	-0.026	0.424
O	-4.951	1.003	-6.498	-0.189	-0.594	0.112
O	1.143	3.563	22.828	0.039	0.123	0.338
O	-3.914	-7.155	-1.38	0.523	0.079	-0.231
O	0.6	6.099	-3.468	0.143	-0.597	0.299
O	-12.146	-0.722	-6.329	0.062	0.548	0.295
O	-9.923	1.135	-2.487	-0.492	-0.222	-0.504
O	8.527	-3.738	-0.846	-0.193	0.036	-0.015
O	-2.952	-2.672	-3.531	-0.104	-0.351	-0.212
O	-0.003	-0.603	-7.019	-0.185	0.178	-0.295
O	-1.272	-4.075	23.306	0.299	0.506	0.303
O	3.491	1.573	-1.368	-0.162	-0.063	-0.113
O	6.983	3.973	23.099	0.087	-0.222	0.154
O	3.063	6.059	-4.188	0.212	-0.212	-0.059
O	-0.925	-5.299	25.602	0.486	-0.298	-0.178
O	-7.622	-3.979	-1.252	-0.474	0.556	0.02
O	0.062	-7.614	-3.047	-0.181	0.234	0.072
O	1.846	3.61	-1.328	0.008	-0.18	-0.366
O	7.205	-1.568	-1.391	0.037	0.288	-0.566
O	5.412	3.391	24.912	-0.401	0.053	0.475
O	-6.758	-1.375	24.351	0.13	-0.096	0.455
O	6.483	-7.29	23.132	0.079	0.119	0.405
O	-3.645	-8.003	-3.872	0.063	0.59	0
O	-3.374	3.964	22.978	0.648	-0.272	-0.065
O	7.562	3.479	-0.46	0.458	-0.269	0.2
O	6.817	-6.968	-5.165	0.217	0.617	0.354
O	-7.56	1.174	-1.293	0.013	0.525	-0.233
O	3.855	6.878	-1.715	-0.168	-0.019	-0.115
O	-6.035	-7.831	-2.912	-0.518	-0.328	0.036
O	-7.343	-7.319	-5.222	0.168	0.063	-0.222
O	13.924	1.161	23.102	-0.623	-0.01	0.161
O	-6.266	-3.659	23.086	0.176	-0.179	0.24
O	5.57	-2.611	22.208	0	0.013	0.452
O	16.742	-0.085	-3.838	-0.358	-0.354	-0.056
O	-3.032	3.376	-4.08	0.272	0.12	0.317
O	0.38	-4.927	-5.231	-0.71	-0.419	0.01
O	16.898	-7.025	-5.158	-0.266	-0.183	-0.524
O	-1.93	-3.729	-1.297	-0.078	-0.189	-0.376
O	-9.06	-0.98	23.138	0.016	-0.153	0.306
O	30.837	2.01	22.974	0.151	0.277	0.209
O	6.142	-0.347	-3.802	-0.104	-0.559	0.232
O	-5.521	-5.624	-4.239	0.388	0.18	0.284
O	-3.836	-3.888	-5.595	0.326	-0.056	-0.266
O	-24.392	2.558	-3.496	-0.396	-0.121	-0.352
O	6.297	-3.832	-2.271	-0.225	0.319	-0.348
O	-25.234	-1.929	-1.313	-0.262	0.003	-0.513
O	-25.078	-4.416	-2.368	-0.055	0.076	-0.448
O	-21.01	-3.148	-4.53	0.058	0.481	-0.14
O	-14.003	-3.009	25.575	0.266	0.068	-0.15
O	-15.494	3.252	-1.301	0.48	-0.182	-0.406
O	19.298	5.589	21.905	0.109	0.028	0.222
O	-7.084	2.539	-6.039	-0.096	-0.02	0.278
O	-9.502	-6.549	-6.59	-0.396	0.137	0.16
O	2.304	-1.005	-5.849	-0.004	0.119	-0.167
O	-5.213	-7.142	25.378	-0.604	0.226	-0.23
O	0.131	-7.995	22.165	0.215	-0.072	0.332
O	-21.298	5.227	-0.287	0.264	0.032	-0.106
O	23.112	-7.423	22.864	0.033	0.049	0.4
O	-22.131	2.952	-5.826	-0.598	0.143	0.13
O	10.143	-1.487	24.695	-0.15	0.261	-0.057
O	11.794	-7.577	-6.811	0.153	-0.169	-0.106
O	19.103	0.018	22.037	-0.126	0.012	0.541
O	24.391	5.513	21.955	0.165	0.021	0.663
O	17.994	0.759	-6.044	0.59	0.288	-0.015
O	19.56	-3.348	-4.007	-0.419	0.167	0.036
O	19.361	-0.783	-4.367	-0.073	0.271	0.432
O	18.826	8.013	-3.748	0.46	-0.247	-0.234
O	16.401	-5.542	-0.578	-0.003	-0.058	-0.36
O	17.809	-5.837	22.902	0.019	0.122	0.024
O	11.908	-6.734	-4.353	-0.019	-0.194	-0.079
O	9.718	7.691	22.871	-0.276	0.063	0.282
O	11.841	-7.075	23.021	0.026	0.266	0.46
O	26.494	5.256	25.208	-0.489	0.072	-0.467
O	14.074	-7.918	25.068	-0.056	0.155	-0.447
O	16.206	5.236	-0.175	-0.277	-0.293	-0.319
O	13.66	-5.439	22.083	-0.148	-0.187	0.315
O	-25.321	3.768	-1.38	-0.021	-0.392	-0.001
O	19.968	-4.563	-1.669	0.209	-0.46	-0.251
O	18.371	-3.462	24.314	-0.666	0.323	-0.373
O	19.834	6.969	-1.512	0.403	0.095	-0.441
O	24.539	-5.483	21.96	-0.088	0.101	0.496
O	-30.082	-2.831	-3.513	0.299	0.308	-0.387
O	7.003	1.523	-2.077	-0.225	-0.319	0.4
O	18.789	-5.758	-3.857	-0.339	0.214	0.113
O	11.631	4.26	-1.58	-0.265	0.157	-0.154
O	12.036	-2.317	23.054	0.181	-0.329	0.193
O	12.765	4.475	23.043	0.397	-0.391	0.492
O	21.725	5.382	-0.634	-0.268	0.173	-0.267
O	10.94	6.143	-3.381	0.557	0.352	-0.396
O	12.233	-1.881	-1.76	0.274	-0.143	-0.205
O	13.34	-0.53	25.117	-0.591	-0.267	-0.141
O	21.215	-7.38	24.608	0.181	0.404	0.109
O	18.27	-7.263	-1.331	0.147	0.152	-0.26
O	26.752	0.343	-5.704	-0.54	0.432	0.053
O	24.537	0.138	25.119	0.045	0.183	0.415
O	-2.824	3.714	25.528	-0.215	-0.469	0.364
O	23.165	-4.134	-2.201	-0.273	0.075	0.085
O	15.054	1.346	25.547	0.053	0.118	-0.186
O	-23.844	3.047	25.593	0.204	0.054	-0.13
O	15.574	-1.868	24.683	0.46	-0.071	0.297
O	22.344	-6.427	-1.31	-0.503	0.167	-0.132
O	-30.554	6.788	-6.111	0.24	-0.192	0.199
O	24.404	-8.061	-0.69	-0.134	-0.208	-0.617
O	22.838	6.922	24.71	0.378	-0.139	-0.005
O	27.154	0.034	-0.559	0.077	0.066	-0.01
O	14.271	6.627	22.723	-0.239	-0.122	-0.011
O	13.579	2.716	-0.671	0.126	-0.029	-0.496
O	20.565	2.323	-7.096	-0.236	-0.543	-0.221
O	9.229	1.024	23.112	0.148	-0.111	0.372
O	11.9	-6.825	-1.753	0.361	-0.349	-0.569
O	-22.884	-7.196	-5.737	0.399	-0.248	0.422
O	26.353	6.022	-4.276	-0.393	-0.017	-0.34
O	18.897	-2.568	-0.56	0.119	-0.101	-0.182
O	23.857	-3.528	-5.717	-0.417	-0.52	-0.116
O	-18.463	1.629	-6.58	0.4	0.182	-0.357
O	-19.334	-6.669	-0.951	0.004	0.342	-0.358
O	17.377	-4.382	-5.997	0.125	-0.414	0.426
O	21.739	0.105	-0.564	-0.093	0.065	-0.188
O	-25.935	0.885	-5.543	0.499	0.094	-0.012
O	13.478	-3.178	-3.744	0.091	-0.354	-0.285
O	27.77	-6.991	22.99	-0.039	0.161	0.352
O	-31.606	-4.822	-2.891	-0.513	0.001	0.4
O	16.714	3.673	25.387	-0.504	-0.058	0.065
O	18.107	3.848	23.208	0.177	0.414	0.604
O	23.388	7.232	-3.872	-0.183	-0.067	0.504
O	-18.154	7.283	-0.906	-0.484	-0.239	-0.015
O	-31.189	-4.286	-5.503	0.09	0.144	-0.295
O	18.223	3.761	-0.989	0.343	0.235	-0.052
O	10.978	-2.811	-3.989	0.01	0.317	-0.463
O	-16.673	0.862	25.931	-0.315	0.05	0.381
O	24.352	-2.23	-3.584	0.266	0.174	0.106
O	10.964	-4.805	-7.133	-0.059	-0.395	0.089
O	31.867	0.606	-5.704	0.298	-0.381	-0.085
O	-25.549	1.231	24.747	-0.407	-0.083	0.187
O	-18.358	-5.561	25.561	0.639	-0.146	-0.313
O	16.249	7.021	24.872	-0.073	-0.141	-0.535
O	15.425	-3.648	22.734	0.397	-0.212	0.392
O	-17.173	-7.124	-2.474	-0.328	0.392	-0.416
O	22.426	3.792	22.432	-0.057	-0.07	0
O	25.724	-2.001	24.331	-0.066	-0.015	0.152
O	-19.995	7.949	-5.329	0.025	0.054	-0.568
O	10.571	-5.325	-0.267	-0.134	0.168	-0.261
O	31.293	4.879	-4.121	-0.54	0.193	0.471
O	-9.01	-1.075	-1.276	0.168	-0.356	-0.025
O	-24.243	0.04	-3.631	0.212	-0.437	-0.234
O	23.512	-1.682	-1.275	0.239	0.09	-0.204
O	1.295	1.488	24.36	0.514	0.29	0.148
O	-5.368	4.302	24.683	-0.243	-0.547	0.164
O	13.08	-5.478	25.627	-0.445	-0.269	-0.409
O	-12.161	1.882	26.17	-0.574	-0.114	-0.007
O	-14.383	-0.429	25.608	0.342	0.117	0.256
O	-11.885	7.022	-4.163	-0.381	0.123	0.357
O	-13.479	-5.566	25.131	-0.067	-0.393	0.15
O	22.749	6.173	-6.192	-0.187	-0.077	-0.245
O	19.718	-4.884	-6.892	0.173	0.336	0.294
O	13.795	5.734	-5.909	-0.256	0.589	0.292
O	18.749	7.969	24.764	-0.109	-0.368	-0.76
O	-28.397	1.528	23.232	0.265	-0.057	0.114
O	21.06	1.578	22.888	0.222	-0.083	0.259
O	10.769	4.797	-6.502	-0.088	0.068	0.313
O	9.11	-7.648	-6.427	0.309	0.134	0.706
O	32.304	2.394	25.387	-0.096	-0.323	-0.226
O	5.796	2.262	-4.221	-0.253	-0.155	-0.109
O	-5.05	-3.118	25.339	-0.287	-0.454	0.314
O	-21.483	7.493	25.229	-0.587	-0.025	0.318
O	9.828	-3.668	23.168	-0.137	0.13	0.257
O	21.782	-2.728	22.045	0.113	-0.142	0.472
O	20.993	5.595	26.177	-0.45	0.455	-0.077
O	20.128	-4.647	22.794	0.406	-0.219	0.122
O	28.782	-4.318	-5.752	0.278	0.213	-0.002
O	-28.498	-3.798	-1.474	0.301	-0.265	-0.605
O	-15.003	-6.251	-3.847	0.157	0.314	0.295
O	14.343	-1.27	22.408	0.301	0.122	0.112
O	15.424	1.099	-1.681	-0.027	0.126	-0.493
O	12.57	-0.68	-4.091	0.159	0.461	0.191
O	-12.107	7.691	-1.13	-0.346	0.195	-0.354
O	-13.438	-5.066	-5.661	0.083	-0.135	-0.632
O	14.878	-3.855	-1.731	-0.053	0.342	-0.194
O	7.493	-0.978	22.987	0.449	-0.149	0.075
O	-26.21	-1.523	-4.362	0.534	-0.092	0.264
O	-17.739	3.953	-5.457	0.456	0.089	-0.377
O	-28.514	6.77	23.196	0.277	0.268	0.276
O	-28.692	-7.851	-6.576	0.087	-0.641	-0.372
O	10.181	-5.187	-3.117	0.052	0.159	0.258
O	18.486	-0.946	25.346	-0.205	-0.018	-0.23
O	14.173	-0.836	-6.162	0.61	0.276	0.354
O	12.45	1.951	25.086	0.008	0.582	-0.267
O	28.204	-6.109	-3.946	-0.068	-0.156	-0.104
O	21.343	-5.378	-3.612	0.027	-0.289	-0.667
O	-25.697	4.806	-3.812	-0.23	-0.448	-0.487
O	16.071	-3.142	-4.026	0.309	0.375	0.554
O	0.857	-3.02	-6.901	0.479	0.387	0.02
O	16.136	2.344	22.983	0.056	0.151	-0.051
O	-31.97	-7.289	-3.149	0.104	-0.129	-0.101
O	23.671	3.761	-1.484	-0.039	0.12	-0.335
O	20.676	-2.368	25.107	0.011	0.123	-0.545
O	8.23	6.405	-3.399	-0.264	0.515	0.175
O	5.022	7.852	-3.938	0.468	-0.462	0.082
O	17.039	-1.557	22.667	0.27	0.077	0.626
O	16.328	-7.985	22.153	-0.142	-0.049	0.444
O	4.132	3.685	-5.57	-0.339	-0.079	-0.057
O	-19.892	4.187	23.068	0.124	-0.334	0.3
O	-29.188	-4.485	23.022	-0.109	0.093	0.397
O	27.919	-1.745	22.9	-0.081	0.012	0.223
O	-24.591	5.466	22.219	0.095	0.034	0.483
O	-29.984	-0.031	21.974	-0.056	0.292	0.239
O	-11.54	7.074	22.918	0.278	-0.27	0.32
O	29.29	0.592	-5.526	0.179	-0.599	0.058
O	-26.71	0.641	-3.025	0.327	0.215	0.321
O	-28.616	7.355	-1.487	-0.353	0.359	-0.124
O	31.353	6.498	25.31	0.354	-0.274	0.059
O	-32.498	-5.443	-0.326	-0.039	-0.139	-0.317
O	-30.99	-6.419	23.079	-0.254	-0.015	0.054
O	27.203	-5.257	-0.621	0.173	-0.162	-0.4
O	25.918	7.492	22.866	-0.417	-0.086	0.363
O	-29.769	-0.026	24.978	0.171	-0.079	0.395
O	-30.255	5.321	22.142	0.058	-0.112	0.391
O	28.893	6.038	24.436	-0.124	0.014	-0.41
O	-32.448	5.435	-0.667	-0.015	-0.147	-0.376
O	29.744	-5.449	22.074	0.101	-0.074	0.347
O	-19.326	3.099	-0.121	-0.158	0.097	-0.128
O	-18.959	2.08	25.324	0.024	0.453	-0.25
O	-30.057	-5.277	25.343	0.035	-0.123	0.61
O	19.264	3.889	-3.255	-0.388	0.271	-0.107
O	-24.523	-5.524	22.204	0.083	0.122	0.358
O	-5.388	4.7	-3.478	-0.346	0.106	-0.08
O	-30.564	3.922	-1.683	0.084	-0.271	-0.105
O	-21.54	6.497	-3.764	-0.078	-0.118	-0.174
O	26.307	6.718	-1.693	0.359	-0.182	-0.049
O	-17.853	-1.119	-2.311	-0.45	0.45	-0.177
O	27.011	2.692	21.756	-0.101	-0.017	0.27
O	-27	5.528	-0.447	-0.156	0.151	-0.272
O	-18.696	-3.569	-5.698	-0.142	-0.134	-0.222
O	28.627	-1.94	-1.472	0.31	-0.212	-0.033
O	30.613	4.106	24.598	0.253	-0.097	0.381
O	-6.092	6.601	25.708	-0.13	-0.014	0.197
O	-31.401	5.209	-3.832	0.029	0.226	0.134
O	-23.393	1.382	-1.386	-0.202	0.267	-0.147
O	-23.984	-0.839	25.135	0.149	0.073	-0.139
O	28.095	3.657	-1.654	-0.631	0.162	-0.162
O	-20.811	0.618	-5.883	-0.516	-0.376	-0.06
O	-9.902	-4.425	-2.594	0.083	0.297	0.045
O	-16.44	-2.272	-5.887	0.131	-0.186	-0.085
O	23.303	-2.271	25.248	0.211	-0.113	0.224
O	-26.984	-5.409	-0.16	0.17	0.14	-0.489
O	31.787	-1.375	-1.865	0.029	-0.037	0.35
O	-25.156	-6.861	-1.192	0.497	-0.566	-0.244
O	30.074	2.812	-3.114	0.037	-0.093	0.361
O	-21.634	-0.134	-0.303	-0.076	0.115	-0.112
O	30.851	6.109	22.787	0.002	-0.131	-0.024
O	30.031	2.741	-0.279	0.13	0.122	0.03
O	-22.3	-2.831	25.357	0.267	-0.109	0.357
O	25.258	1.254	22.915	-0.007	-0.398	-0.035
O	25.765	3.706	-3.191	0.295	0.211	0.059
O	17.288	-0.667	-1.366	-0.252	-0.247	-0.012
O	28.894	1.988	24.8	-0.131	-0.525	-0.225
O	-30.478	-2.354	-0.953	-0.253	-0.418	0.05
O	-10.14	-6.793	-0.882	0.061	0.697	-0.221
O	32.535	2.576	-4.076	0.449	0.454	0.093
O	9.671	6.509	-1.218	0.259	-0.345	-0.168
O	31.235	-3.845	-1.667	-0.339	-0.46	-0.43
O	-26.824	-0.058	-0.236	0.149	0.172	-0.384
O	-4.67	-6.935	22.889	-0.349	-0.071	-0.173
O	27.762	-3.565	-3.414	-0.492	-0.102	0.492
O	-29.449	-5.824	-3.636	-0.001	-0.289	-0.327
O	-31.386	-1.559	23.378	-0.172	-0.182	0.192
O	-32.235	3.919	23.133	-0.582	-0.164	0.153
O	2.548	-0.201	25.919	-0.144	-0.497	0.148
O	29.022	-6.901	-1.534	0.094	-0.09	0.28
O	32.554	-2.83	-3.915	-0.045	0.404	-0.458
O	-6.38	-4.075	-6.12	-0.218	-0.023	-0.753
O	-18.681	-0.934	-5.912	0.047	0.012	0.448
O	-27.522	-5.874	-5.481	0.337	0.002	-0.005
O	31.082	-2.247	24.65	-0.618	0.079	-0.264
O	-23.282	-3.49	-0.7	-0.037	0.536	-0.114
O	-32.111	-1.086	25.822	-0.097	0.03	0.264
O	30.079	-2.435	-3.58	-0.079	0.068	-0.442
O	-9.955	5.269	-4.045	0.45	-0.025	0.353
O	-8.558	0.31	25.323	-0.396	-0.009	-0.019
O	17.376	-1.732	-5.767	-0.174	0.142	-0.607
O	31.798	-3.797	22.709	0.5	0.198	-0.107
O	-28.646	1.287	-1.375	-0.267	0.451	-0.166
O	-17.567	1.562	-1.016	-0.007	-0.415	-0.127
O	-25.618	3.528	23.506	-0.384	0.029	0.003
O	23.468	-0.862	-5.708	-0.223	0.65	0.424
O	25.532	-3.37	-1.433	0.176	0.055	-0.266
O	21.798	-2.214	-4.362	-0.182	-0.314	0.368
O	15.164	3.676	-4.978	0.678	-0.062	0.277
O	-21.112	-7.142	23.114	-0.027	0.257	0.413
O	26.042	-2.167	-5.976	0.042	0.128	0.486
O	21.193	7.149	22.687	0.18	0.019	0.25
O	30.617	-7.332	25.646	-0.176	-0.075	-0.391
O	-26.107	-7.368	23.126	0.357	-0.207	0.275
O	-19.473	5.817	25.081	0.326	-0.511	0.347
O	28.903	3.855	22.837	-0.19	0.428	0.569
O	-30.715	2.256	24.169	-0.138	0.048	-0.156
O	31.592	1.191	-1.56	-0.138	0.304	-0.6
O	30.528	2.895	-5.696	-0.385	0.246	-0.413
O	-11.895	1.911	23.45	0.331	-0.018	0.017
O	-28.361	1.873	-6.031	-0.126	0.394	-0.319
O	-19.852	-5.638	-4.704	0.015	-0.106	0.211
O	-11.643	-6.516	-2.831	-0.527	0.01	-0.579
O	-14.679	-0.256	-5.795	0.036	0.482	0.257
O	-24.562	-6.7	-3.691	0.013	-0.544	0.017
O	-28.304	-1.994	-5.923	-0.444	0.03	0.275
O	-22.825	7.001	-1.485	-0.308	0.438	-0.2
O	-14.028	-2.658	-4.91	-0.062	-0.017	0.27
O	26.481	-3.936	22.774	0.39	-0.113	0.268
O	-27.358	-2.729	22.266	-0.173	0.173	0.319
O	-27.103	7.468	25.102	0.442	-0.128	0.334
O	-16.406	7.5	-5.513	-0.211	-0.381	-0.088
O	19.75	4.462	-5.797	-0.29	0.361	-0.016
O	6.071	4.859	-4.057	-0.167	0.452	-0.249
O	-9.975	4.504	23.029	-0.345	0.084	0.158
O	11.356	-3.637	25.312	-0.304	-0.16	0.255
O	26.06	3.896	-5.901	-0.458	-0.074	0.187
O	8.19	3.799	-2.898	0.168	-0.091	-0.161
O	-28.533	-6.878	23.9	-0.104	-0.337	-0.221
O	27.256	7.791	25.123	0.141	0.107	0.146
O	23.628	-1.084	22.941	0.246	0.502	0.138
O	-17.436	1.298	23.392	0.584	0.204	0.217
O	1.421	4.048	-4.986	-0.038	0.25	-0.266
O	-26.885	7.126	-3.443	0.227	0.446	0.03
O	-16.408	-2.109	25.543	-0.258	-0.516	0.028
O	13.927	5.722	25.08	0.008	-0.745	0.569
O	-22.68	-5.008	-4.15	0.262	-0.187	0.152
O	6.711	-1.49	-6.205	0.544	-0.441	0.15
O	-11.453	-7.951	25.198	-0.037	-0.028	-0.018
O	-28.894	5.404	-3.162	0.392	-0.335	-0.196
O	9.447	1.961	-1.411	0.307	0.195	-0.72
O	-26.595	-6.382	25.566	0.452	0.552	-0.384
O	15.746	1.786	-6.844	-0.405	-0.096	-0.373
O	-13.004	3.955	24.741	0.334	0.73	0.064
O	-9.944	5.949	25.399	-0.152	0.425	-0.269
O	24.253	-7.46	-5.78	0.321	0.29	-0.248
O	4.238	-6.597	-5.696	-0.192	0.096	0.105
O	28.075	4.086	-4.237	0.267	0.274	-0.558
O	-31.472	4.406	25.66	0.432	0.188	-0.319
O	-13.354	-7.631	-5.503	0.349	0.099	-0.171
O	-28.667	2.347	25.724	-0.01	-0.145	0.321
O	32.518	8.095	22.195	0.097	0.108	0.174
O	9.645	2.443	-6.099	0.441	-0.154	-0.504
O	-26.346	3.445	26.025	0.255	0.166	0.529
O	-15.652	4.601	25.418	-0.039	0.427	-0.162
O	-20.954	-1.911	23.209	-0.219	0.088	0.423
O	29.657	-0.047	21.989	0.199	0.042	0.292
O	-17.994	-6.876	-6.063	0.253	0.251	0.208
O	-8.105	5.452	21.657	-0.077	-0.036	-0.167
O	-12.281	-6.776	23.05	-0.12	-0.088	-0.478
O	14.665	6.833	-1.43	-0.511	0.255	-0.191
O	15.461	6.011	-3.855	0.454	-0.167	-0.159
O	28.231	7.673	-3.303	0.035	-0.465	0.014
O	-16.369	-5.337	-0.091	0.254	0.086	-0.319
O	-14.801	-6.23	23.021	-0.197	0.085	0.444
O	20.194	2.065	-1.451	0.395	0.008	-0.27
O	-23.033	7.341	23.085	-0.196	0.287	0.204
O	-8.748	0.593	-6.018	0.066	-0.105	-0.534
O	-13.507	5.483	22.158	-0.348	-0.044	0.421
O	-16.371	8.1	22.271	-0.045	-0.092	0.319
O	-16.452	5.456	-0.261	-0.184	0.101	-0.425
O	-19.171	-5.649	22.151	0.239	-0.333	0.367
O	6.706	1.39	23.683	-0.096	0.342	-0.368
O	-12.001	-4.599	-1.026	0.01	-0.23	0.146
O	-30.377	-6.632	-1.28	0.451	-0.193	0.001
O	21.97	-6.288	-6.339	-0.07	0.118	0.632
O	-8.051	-5.445	22.343	0.032	0.05	0.293
O	-14.979	-1.806	23.389	0.017	-0.226	0.182
O	25.593	-6.777	24.63	-0.25	0.005	-0.124
O	-10.867	-2.699	22.313	0.062	-0.221	0.646
O	21.952	-4.405	26.203	-0.282	-0.359	-0.378
O	-17.832	-3.338	-0.853	0.311	0.061	-0.293
O	-21.833	2.569	22.307	-0.031	-0.124	0.572
O	-10.939	5.475	-0.274	-0.058	0.252	-0.258
O	-22.002	1.413	-3.622	0.199	-0.294	0.034
O	-20.028	-1.98	-1.175	-0.495	-0.314	-0.135
O	-19.212	-0.142	22.241	-0.185	-0.251	0.417
O	0.418	-3.006	-3.206	-0.626	-0.101	0.12
O	8.543	-2.973	-3.275	-0.182	0.595	-0.507
O	-32.246	-3.95	25.097	0.14	0.027	0.052
O	23.777	2.102	-3.536	0.181	-0.53	-0.376
O	2.47	-3.519	-4.678	0.491	-0.287	-0.491
O	-7.975	-0.192	-3.564	0.676	0.078	-0.063
O	17.866	1.718	-2.519	0.09	0.023	-0.27
O	32.238	7.197	-4.47	0.034	0.289	-0.374
O	5.141	-5.871	-3.414	-0.221	0.177	-0.222
O	-19.854	2.651	-4.614	0.149	-0.023	0.558
O	-9.508	7.511	-5.267	-0.255	-0.365	-0.073
O	-8.201	7.956	-0.256	-0.286	-0.017	-0.534
O	-23.268	-2.627	-3.074	0.261	0.524	-0.181
O	-5.553	-0.168	-0.374	0.286	-0.1	-0.233
O	-17.982	6.084	22.947	0.464	-0.042	0.515
O	-16.176	1.095	-2.894	0.236	0.068	-0.456
O	-20.39	-4.279	24.288	0.006	-0.375	0.107
O	-23.585	0.756	23.089	0.265	-0.177	0.097
O	-11.63	-3.175	-5.809	0.053	-0.332	-0.005
O	-14.798	-6.97	-1.269	0.273	-0.023	0.077
O	-1.775	6.707	26.018	0.493	-0.076	0.187
O	-13.702	-2.661	-0.309	0.154	0.057	-0.37
O	4.506	-2.022	-4.881	0.344	-0.507	-0.19
O	-19.566	8.02	-2.873	-0.162	0.177	0.29
O	-19.013	5.69	-3.962	-0.146	-0.151	-0.003
O	-11.808	4.263	-5.728	-0.595	-0.392	0.292
O	-10.97	-0.004	-0.018	-0.11	-0.082	0.188
O	-0.297	3.511	24.949	0.27	0.472	0.006
O	-24.203	6.923	-3.805	0.002	0.406	-0.264
O	-10.355	3.365	25.144	0.162	-0.304	0.354
O	26.167	-4.785	26.205	-0.354	0.297	-0.12
O	-24.584	-5.257	-5.889	-0.245	-0.115	-0.043
O	-15.146	3.728	23.083	-0.272	-0.283	-0.159
O	17.238	6.786	-2.108	0.106	-0.663	-0.07
O	-28.281	4.993	25.155	-0.194	-0.11	-0.13
O	-3.208	7.979	-6.361	0.47	-0.073	-0.3
O	15.548	-7.778	-3.106	0.136	0.135	0.193
O	1.347	1.49	-5.993	0.175	0.197	0.035
O	-16.351	5.441	-3.873	0.235	-0.141	0.386
O	-29.385	7.849	-4.052	-0.05	0.235	0.05
O	13.23	-5.374	-6.258	0.566	0.19	0.279
O	-22.689	-3.869	23.037	0.073	-0.147	0.357
O	-15.479	-6.496	-6.439	0.066	0.491	-0.392
O	19.281	-5.767	25.043	-0.12	0.194	0.462
O	-18.793	-3.018	25.851	-0.352	0.046	0.469
O	-17.865	-3.955	23.494	0.522	0.18	0.261
O	-12.098	2.001	-1.165	-0.266	0.067	-0.199
O	-30.044	-2.601	25.435	0.647	-0.047	0.234
O	20.159	-2.207	-6.396	0.44	-0.048	-0.18
O	-30.918	1.365	-5.553	0.014	-0.013	-0.453
O	-21.547	-5.409	-0.194	0.143	0.127	-0.195
O	-15.559	-0.794	-1.028	-0.107	0.294	0.08
O	10.428	-7.643	25.212	-0.054	0.222	-0.181
O	21.228	5.656	-4.044	-0.244	0.433	0.459
O	-14.162	6.208	-5.152	0.298	-0.655	-0.256
O	-9.743	-7.306	23.204	0.342	0.11	0.636
O	9.834	-7.817	-3.053	-0.325	0.163	-0.058
O	-18.517	-0.562	25.065	-0.653	-0.156	0.063
O	0.007	-0.18	25.908	-0.54	-0.601	-0.138
O	21.027	3.587	24.54	-0.125	0.071	-0.183
O	2.441	-1.32	-3.304	0.634	0.473	0.433
O	25.378	1.762	-1.444	0.157	0.07	-0.167
O	1.186	6.358	-6.095	-0.255	-0.138	-0.093
O	15.334	-3.106	-6.644	-0.062	-0.529	-0.353
O	14.959	-5.441	-3.937	-0.092	-0.011	0.038
O	-25.978	6.573	-5.792	-0.194	0.219	0.036
O	-23.409	-2.903	-5.615	0.19	0.46	-0.101
O	25.753	-7.895	-3.644	0.279	0.42	-0.031
O	7.205	1.645	-6.762	0.206	0.542	-0.189
O	3.995	-6.694	23.643	-0.138	0.028	0.04
O	-11.359	3.161	-3.371	-0.305	-0.121	-0.251
O	30.572	-7.312	-3.579	0.225	0.188	-0.103
O	14.219	-7.507	-5.388	0.046	-0.508	-0.319
O	-25.957	-3.169	-6.311	-0.027	0.193	-0.432
O	-27.567	-3.772	-4.139	-0.064	0.302	0.439
O	6.851	5.742	25.085	-0.204	0.442	-0.202
O	3.949	3.628	-2.941	0.066	0.294	0.158
O	-12.893	-4.288	22.964	-0.108	0.094	0.264
O	-32.064	0.172	-3.446	0.535	-0.238	-0.238
O	5.232	-8.023	25.457	0.215	-0.048	0.064
O	23.707	-6.403	-3.497	0.374	0.15	0.002
O	-15.648	-1.31	-3.564	0.187	-0.575	0.146
O	23.532	4.536	-4.425	0.526	0.002	0.039
O	-4.777	-6.185	-6.637	-0.099	0.149	-0.115
O	10.958	2.808	22.191	-0.06	0.098	0.334
O	-3.62	5.813	-4.975	-0.009	-0.103	-0.304
O	-4.804	3.654	-5.888	0.324	0.158	-0.053
O	-25.664	-0.898	23.142	0.034	-0.194	0.296
O	-29.158	0.605	-3.87	-0.206	-0.362	-0.126
O	18.124	1.548	24.608	0.308	-0.194	-0.323
O	27.914	-3.359	24.934	0.686	0.322	-0.093
O	-7.738	-3.54	-3.84	0.301	0.361	0.37
O	-23.27	4.762	-2.734	0.546	-0.453	-0.035
O	-14.677	2.121	25.064	0.137	-0.226	-0.266
O	11.827	0.312	-6.454	-0.377	0.134	0.231
O	-21.294	3.08	26.168	0.289	0.502	-0.458
O	-17.619	3.472	-2.881	-0.452	0.077	0.234
O	30.952	0.244	25.504	-0.303	0.076	-0.442
O	10.813	3.697	-4.118	-0.19	-0.638	0.213
O	13.193	4.748	-3.553	-0.036	-0.333	0.131
O	-20.523	6.702	22.896	-0.015	-0.181	-0.806
O	8.215	0.01	25.351	-0.679	0.097	0.605
O	-9.007	-4.032	-6.079	-0.283	0.278	0.5
O	23.226	2.202	24.336	-0.087	-0.005	0.378
O	31.614	7.411	-1.827	-0.156	0.08	-0.19
O	-32.517	5.267	-6.268	-0.466	-0.329	0.018
O	-31.565	-0.009	-0.818	0.196	0.73	0.317
O	9.141	-4.331	-5.358	-0.589	-0.455	0.139
O	-3.707	-1.151	-5.611	-0.65	0.23	0.204
O	30.654	-4.871	24.748	-0.409	-0.082	-0.353
O	-30.965	-6.931	-5.754	-0.41	-0.091	0.1
O	27.949	-0.96	-3.824	-0.198	-0.066	-0.003
O	8.49	4.609	-5.269	-0.066	-0.043	-0.335
O	-32.047	-8.074	25.763	0.134	0.442	-0.319
O	13.71	1.539	-5.197	-0.158	0.199	0.58
O	-18.953	-3.525	-3.104	-0.089	-0.264	-0.034
O	-26.989	-6.079	-2.928	-0.441	-0.569	0.184
O	-28.425	-1.252	-2.226	0.273	-0.179	0.05
O	-29.69	3.169	-4.099	0.238	0.017	-0.005
O	-29.636	7.277	25.533	-0.241	0.329	-0.083
O	-7.586	-1.76	-5.676	0.633	0.305	-0.525
O	-19.913	3.822	-6.966	0.135	0.367	-0.061
O	21.402	3.03	-4.268	-0.163	-0.65	0.154
O	-7.877	4.684	24.678	0.248	-0.231	-0.002
O	-12.352	-4.076	-3.487	-0.385	0.182	0.472
O	26.238	-4.706	-5.206	-0.352	-0.361	0.127
O	11.861	6.78	23.918	-0.403	-0.237	0.484
O	-13.534	0.101	22.386	-0.099	-0.011	0.313
O	4.361	0.993	24.668	0.116	-0.373	-0.418
O	-19.138	-7.99	25.886	0.177	-0.218	-0.155
O	23.099	2.463	-6.116	0.254	-0.194	-0.174
O	9.861	-2.536	-7.06	0.479	0.146	0.38
O	-9.959	7.645	-2.68	0.36	-0.235	0.239
O	2.443	-7.917	-7.03	0.207	-0.217	0.229
O	-15.175	7.589	-3.149	0.3	-0.249	0.463
O	-3.365	-5.311	24.599	-0.241	0.183	0.03
O	25.698	2.63	25.157	0.181	-0.054	0.005
O	27.794	1.603	-3.522	-0.369	-0.188	0.237
O	19.46	-7.245	-6.071	0.017	-0.605	0.021
O	-2.739	-7.777	24.408	0.348	0.283	-0.191
O	2.513	-5.033	25.162	-0.035	0.488	0.192

Results
total energy: -406618.142 eV
total energy less fixed offsets of O -438.25, Si -107.07 eV per atom: -5.342 eV
